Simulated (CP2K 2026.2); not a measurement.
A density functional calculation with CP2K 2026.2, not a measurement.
Periodic cell of 2052 atoms, Si1404O648, from a study of silicon, its oxide and their interface. The atomic structure is a simulated model.
Doubt: the forces sum to 3.14 eV/angstrom along one axis rather than to zero, so they err by at least 0.0015 eV/angstrom per atom on average; the grid cutoff is modest.

Settings
functional: PBE
method: Gaussian and plane waves
basis set: DZVP-MOLOPT-SR-GTH
pseudopotentials: GTH-PBE
grid cutoff: 400 Ry, relative cutoff 50 Ry
k points: Gamma only
occupations: fixed
spin: none
net charge: 0

Cell vectors (angstrom)
a 16.407 0 0
b 0 65.628 0
c 0 0 34.3056

Atoms and the computed forces on them: element, x, y, z (angstrom), force x, y, z (eV/angstrom)
Si -0.281 0.309 0.1 0.022 -0.118 -0.183
Si 2.409 3.193 0.148 -0.004 -0.08 0.137
Si 0.189 5.396 0.205 -0.044 0.158 0.189
Si 3.526 8.05 -0.329 0.07 0.298 0.218
Si -0.558 11.369 -0.084 0.164 -0.19 -0.024
Si 2.539 13.866 0.438 -0.089 0.023 -0.445
Si 0.309 15.952 0.12 0.36 -0.153 -0.063
Si 3.197 18.75 0.184 0.281 -0.243 -0.051
Si -0.121 22.092 0.109 -0.154 0.081 -0.13
Si 2.916 24.571 -0.077 -0.017 0.026 0.181
Si -0.36 27.744 -0.133 -0.103 0.003 0.503
Si 2.997 29.569 -0.144 0.133 -0.143 0.345
Si -0.37 32.922 0.013 0.127 0.068 0.307
Si 2.559 35.664 0.081 -0.025 0.189 0.125
Si 0.379 37.994 0.107 0.121 0.024 0.245
Si 3.095 40.699 0.291 -0.079 -0.044 0.045
Si -0.131 44.022 0.095 -0.028 0.124 -0.187
Si 3.146 46.158 0.254 -0.035 0.011 0.006
Si 0.016 49.26 0.096 0.017 0.014 0.11
Si 2.822 51.975 -0.077 -0.075 0.035 0.186
Si -0.265 55.125 -0.018 -0.192 -0.108 0.189
Si 2.603 57.83 0.429 0.073 -0.186 -0.051
Si 0.265 59.848 -0.164 0.112 -0.065 -0.242
Si 3.152 62.384 0.135 0.404 -0.235 -0.067
Si 6.209 -0.462 -0.201 -0.099 -0.11 -0.067
Si 7.7 3.27 -0.17 -0.273 0.065 0.2
Si 5.526 5.563 0.152 0.091 -0.287 0.175
Si 8.241 8.128 -0.141 -0.337 0.331 0.092
Si 4.766 11.737 0.079 -0.026 -0.094 -0.143
Si 7.523 14.456 -0.226 0.072 -0.003 -0.071
Si 5.323 16.538 0.473 -0.118 0.087 -0.34
Si 8.225 18.959 0.329 0.101 -0.076 -0.195
Si 5.195 22.364 0.068 -0.18 -0.012 0.125
Si 7.823 25.352 -0.283 0.145 -0.255 0.206
Si 5.409 27.431 0.25 -0.186 0.219 -0.051
Si 8.818 29.654 0.043 -0.109 0.043 0.294
Si 5.55 32.452 -0.135 -0.115 0.227 0.152
Si 8.284 35.418 -0.088 0.043 0.147 0.159
Si 5.351 38.563 -0.054 -0.14 0.156 -0.061
Si 8.706 40.778 0.154 -0.116 0.025 -0.075
Si 5.183 43.739 0.041 0.161 -0.068 0.019
Si 7.732 46.617 0.457 0.164 -0.14 0.287
Si 5.687 48.947 0.525 0.042 0.013 0.005
Si 8.57 51.701 0.197 0.056 0.038 -0.127
Si 5.667 54.741 -0.096 -0.039 0.373 0.261
Si 7.593 58.091 0.274 -0.149 0.244 -0.006
Si 5.392 60.269 0.526 0.072 0.04 -0.351
Si 8.244 62.878 0.452 0.027 -0.193 -0.247
Si 10.968 -0.205 0.109 0.106 0.091 -0.179
Si 13.958 2.57 0.16 -0.024 0.12 -0.3
Si 10.542 5.892 -0.398 0.336 -0.02 0.029
Si 13.582 8.229 0.254 -0.057 -0.048 0.203
Si 11.186 10.458 0.068 -0.079 0.102 -0.089
Si 13.594 13.615 -0.147 -0.116 0.105 -0.008
Si 10.463 16.891 0.223 -0.066 0.017 0.034
Si 13.363 19.342 0.071 -0.147 0.019 -0.026
Si 11.202 21.585 0.214 0.066 -0.088 0.021
Si 14.17 24.325 0.154 -0.036 -0.151 -0.02
Si 10.936 27.387 0.049 0.091 -0.105 0.16
Si 13.746 29.973 0.23 0.083 -0.025 0.036
Si 11.506 32.174 -0.228 0.277 -0.111 0.472
Si 14.09 35.354 -0.074 0.063 -0.08 0.162
Si 10.783 38.489 -0.023 -0.155 -0.107 -0.019
Si 13.364 40.913 -0.29 0.393 -0.216 0.138
Si 10.907 44.035 0.098 0.036 0.006 -0.054
Si 14.018 46.131 0.204 -0.077 0.145 -0.003
Si 10.624 49.204 0.24 -0.004 -0.206 -0.032
Si 14.03 51.339 0.104 0.301 -0.094 0.151
Si 10.905 54.529 0.21 -0.3 0.067 -0.098
Si 13.67 57.206 -0.165 -0.072 0.235 0.102
Si 10.461 60.803 0.077 -0.234 -0.132 0.049
Si 13.081 63.161 -0.058 0.091 0.042 -0.037
Si 1.391 1.377 1.349 -0.026 0.118 -0.19
Si 4.164 4.168 1.421 -0.266 0.022 -0.306
Si 1.531 7.155 1.122 -0.001 -0.195 -0.359
Si 4.078 9.748 1.317 0.08 0.088 -0.201
Si 1.129 12.318 1.427 -0.232 0.003 -0.224
Si 3.975 15.135 1.753 0.042 0.127 -0.238
Si 1.421 17.682 1.404 0.013 -0.007 -0.252
Si 4.188 20.567 1.393 -0.04 0.04 -0.188
Si 1.417 23.345 1.384 0.087 -0.041 -0.245
Si 4.061 26.009 1.489 -0.103 -0.287 -0.264
Si 1.341 28.676 1.32 -0.095 0.013 -0.266
Si 4.079 31.277 1.266 -0.016 -0.14 -0.24
Si 1.343 34.053 1.343 -0.109 -0.017 -0.341
Si 4.27 36.831 1.278 -0.148 0.023 -0.224
Si 1.45 39.557 1.512 -0.033 -0.049 -0.377
Si 4.188 42.278 1.598 -0.01 -0.035 -0.276
Si 1.432 45.069 1.517 0.191 -0.033 -0.212
Si 4.175 47.674 1.751 0.071 -0.114 -0.341
Si 1.563 50.514 1.387 -0.102 0.052 -0.194
Si 4.211 53.346 1.318 0.024 -0.126 -0.246
Si 1.33 56.12 1.451 -0.024 0.143 -0.199
Si 4.024 58.954 1.863 -0.165 -0.045 -0.201
Si 1.348 61.451 1.343 0.015 -0.123 -0.142
Si 4.276 64.238 1.143 0.171 -0.107 -0.153
Si 6.843 1.426 1.189 0.087 0.08 -0.126
Si 9.464 4.278 1.106 -0.018 0.063 -0.211
Si 6.828 6.994 1.412 0.214 0.064 -0.206
Si 9.4 9.633 1.314 0.024 -0.206 -0.136
Si 6.659 12.64 1.177 -0.082 0.099 -0.193
Si 9.278 15.202 1.351 -0.046 0.155 -0.335
Si 6.792 17.806 1.762 0.037 0.065 -0.266
Si 9.539 20.54 1.535 -0.006 -0.083 -0.249
Si 6.857 23.524 1.264 -0.117 0.141 -0.256
Si 9.542 25.983 1.318 0.032 0.107 -0.255
Si 6.96 28.75 1.396 0.277 0.151 -0.264
Si 9.884 31.286 1.352 -0.057 -0.046 -0.259
Si 6.974 33.913 1.194 -0.134 0.04 -0.134
Si 9.557 36.892 1.28 0.06 -0.003 -0.162
Si 6.931 39.672 1.354 0.13 -0.029 -0.204
Si 9.805 42.362 1.483 -0.126 0.065 -0.128
Si 6.722 44.877 1.61 -0.144 0.095 -0.402
Si 9.53 47.68 1.633 -0.105 -0.048 -0.343
Si 6.851 50.697 1.535 -0.077 -0.091 -0.163
Si 9.54 53.297 1.624 -0.008 -0.098 -0.055
Si 6.619 56.271 1.497 0.104 -0.058 -0.219
Si 9.438 59.045 1.388 -0.068 0.144 -0.328
Si 6.813 61.611 1.771 0.032 0.023 -0.297
Si 9.584 64.337 1.649 0.04 -0.013 -0.206
Si 12.265 1.391 1.335 -0.042 -0.054 -0.201
Si 14.947 4.228 1.463 0.067 -0.048 -0.159
Si 12.137 6.797 1.331 -0.198 -0.184 -0.374
Si 15.022 9.661 1.388 0.151 0.238 -0.171
Si 12.133 12.349 1.223 0.058 -0.061 -0.071
Si 14.924 14.988 1.352 0.086 0.043 -0.143
Si 12.176 17.893 1.503 -0.028 0.015 -0.252
Si 15.024 20.513 1.374 -0.009 -0.032 -0.303
Si 12.415 23.229 1.395 0.12 -0.07 -0.225
Si 15.207 26.005 1.417 -0.056 0.135 -0.287
Si 12.401 28.568 1.506 -0.099 -0.055 -0.339
Si 15.004 31.445 1.54 0.151 0.043 -0.301
Si 12.404 34.068 1.12 0.066 -0.104 -0.273
Si 15.162 36.832 1.405 0.099 0.039 -0.216
Si 12.301 39.625 1.38 -0.132 -0.044 -0.085
Si 14.956 42.315 1.18 -0.049 0.021 -0.294
Si 12.432 45.041 1.556 -0.042 0.082 -0.086
Si 15.168 47.755 1.469 0.041 0.087 -0.284
Si 12.346 50.369 1.463 -0.13 0.1 -0.12
Si 15.047 53.276 1.234 0.092 0.086 -0.283
Si 12.149 56.174 1.328 0.137 -0.138 -0.117
Si 14.902 58.852 1.157 0.062 -0.115 -0.19
Si 12.083 61.73 1.514 0.023 0.007 -0.252
Si 14.889 64.256 1.214 -0.173 0.08 -0.2
Si 0.009 2.811 2.71 0.067 0.048 0.485
Si 2.818 -0.038 2.575 -0.009 -0.018 -0.077
Si 0.088 8.35 2.665 0.076 -0.051 -0.198
Si 2.74 5.656 2.628 0.058 0.017 0.372
Si -0.161 13.677 2.828 -0.159 0.001 0.218
Si 2.581 10.938 2.724 -0.11 -0.123 0.075
Si 0.002 19.118 2.699 0.029 -0.003 -0.048
Si 2.643 16.505 3.012 -0.067 0.053 0.165
Si 0.129 24.682 2.825 0.054 0.062 0.103
Si 2.727 21.887 2.743 0.062 -0.057 -0.016
Si 0.066 30.079 2.773 0.119 0.001 -0.017
Si 2.664 27.341 2.798 -0.068 0.082 0.026
Si 0.074 35.455 2.799 0.06 0.044 0.053
Si 2.745 32.684 2.67 0.049 0.029 -0.055
Si -0.041 40.972 2.689 0.001 -0.053 -0.182
Si 2.875 38.16 2.787 0.067 -0.086 0.018
Si 0.092 46.437 2.88 0.02 -0.032 0.121
Si 2.736 43.632 2.878 -0.035 0.049 0.047
Si 0.09 51.951 2.686 -0.095 0.047 -0.099
Si 2.773 49.158 2.889 -0.043 -0.005 0.048
Si -0.124 57.508 2.722 -0.007 0.088 -0.021
Si 2.761 54.693 2.719 0.02 0.162 -0.093
Si -0.071 62.913 2.579 0.044 0.042 0
Si 2.564 60.29 2.993 -0.048 0.036 0.266
Si 5.451 2.683 2.687 0.043 -0.065 -0.002
Si 8.181 0.192 2.757 -0.025 0.132 0.11
Si 5.471 8.414 2.718 0.012 0.071 0.125
Si 8.194 5.558 2.699 0.12 0.059 -0.014
Si 5.436 13.739 2.872 0.033 0.015 0.211
Si 8.071 11.146 2.573 -0.032 0.03 -0.166
Si 5.472 19.303 2.924 -0.034 0.19 0.123
Si 8.139 16.415 2.992 0.015 -0.062 0.213
Si 5.482 24.67 2.819 0.055 0.063 0.014
Si 8.174 22.044 2.718 -0.074 0.065 -0.122
Si 5.54 30.087 2.734 -0.024 0.006 0.019
Si 8.254 27.328 2.794 -0.07 0.069 0.053
Si 5.607 35.372 2.599 -0.035 0.019 0.024
Si 8.367 32.681 2.639 0.148 -0.101 0.013
Si 5.632 40.968 2.863 0.045 -0.025 0.087
Si 8.231 38.219 2.722 -0.006 0.039 0.057
Si 5.493 46.298 3.057 0.002 -0.157 0.251
Si 8.285 43.619 2.845 0.016 0.045 -0.036
Si 5.452 52.032 2.846 0.019 -0.138 -0.053
Si 8.206 49.207 2.901 0.027 -0.005 0.164
Si 5.362 57.471 3.022 -0.024 -0.1 0.274
Si 8.102 54.797 2.785 -0.077 0.07 -0.099
Si 5.416 63.064 2.873 -0.009 0.078 0.152
Si 8.196 60.223 2.983 0.04 -0.004 0.239
Si 10.86 2.858 2.576 -0.049 0.064 -0.221
Si 13.63 0.022 2.73 -0.007 -0.053 0.015
Si 10.803 8.236 2.691 -0.114 -0.044 0.183
Si 13.527 5.527 2.76 -0.002 0.002 -0.035
Si 10.76 13.747 2.602 0.113 0.045 -0.104
Si 13.563 11.016 2.691 -0.132 0.03 0.157
Si 10.88 19.206 2.938 -0.031 -0.008 0.161
Si 13.614 16.448 2.709 0.02 -0.007 0.024
Si 10.946 24.588 2.69 -0.032 0.008 -0.066
Si 13.724 21.888 2.829 0.031 -0.039 0.052
Si 11.069 29.968 2.857 0.002 -0.024 0.143
Si 13.767 27.238 2.825 -0.001 -0.068 0.097
Si 10.996 35.456 2.558 -0.015 -0.074 -0.084
Si 13.646 32.83 2.798 -0.137 0.088 0.001
Si 11.066 40.969 2.862 0.044 0.049 0.178
Si 13.718 38.215 2.677 0.047 -0.048 0.037
Si 11.012 46.384 2.9 -0.022 0.126 0.019
Si 13.743 43.591 2.822 0.048 -0.071 -0.001
Si 10.992 51.875 2.841 0.118 -0.109 0.116
Si 13.731 49.074 2.839 -0.053 -0.005 0.107
Si 10.831 57.575 2.685 -0.052 0.005 -0.055
Si 13.601 54.69 2.644 0.065 -0.164 -0.053
Si 10.89 63.004 3.01 0.015 0.038 0.26
Si 13.588 60.25 2.62 0.069 -0.088 -0.058
Si 1.377 4.238 4.065 -0.056 -0.014 -0.284
Si 4.059 1.365 4.051 0.057 0.037 0.03
Si 1.319 9.616 4.182 0.079 0.112 0.013
Si 4.124 6.973 4.072 -0.222 -0.06 -0.269
Si 1.248 15.044 4.216 -0.012 0.086 -0.028
Si 4.003 12.317 4.108 0.16 -0.054 -0.089
Si 1.342 20.515 4.109 0.012 0.065 0.008
Si 4.084 17.896 4.257 -0.113 0.032 0.001
Si 1.411 26.004 4.263 0.035 -0.044 -0.033
Si 4.107 23.247 4.153 0.071 -0.027 -0.11
Si 1.423 31.413 4.157 -0.019 -0.104 0.015
Si 4.135 28.706 4.11 0.002 0.039 -0.106
Si 1.465 36.816 4.159 0.033 -0.013 -0.101
Si 4.156 34.087 4.01 0.084 -0.045 0.006
Si 1.326 42.26 4.162 0.037 0.113 0.038
Si 4.206 39.564 4.162 -0.061 -0.048 -0.072
Si 1.397 47.821 4.263 -0.055 0.022 -0.022
Si 4.061 44.968 4.329 0.049 0.105 -0.075
Si 1.391 53.333 4.105 0.059 -0.251 0.025
Si 4.129 50.584 4.192 0.011 0.004 0.054
Si 1.224 58.81 4.212 -0.014 0.042 -0.095
Si 3.997 56.031 4.238 0.097 0.079 0.029
Si 1.346 64.287 3.956 0.027 -0.058 0.008
Si 4.044 61.651 4.222 -0.158 0.204 -0.006
Si 6.812 4.131 4.029 0.122 -0.05 -0.065
Si 9.573 1.535 4.078 -0.085 -0.101 0.04
Si 6.837 9.753 4.066 -0.128 -0.117 0.005
Si 9.519 6.89 4.141 0.031 -0.046 -0.206
Si 6.764 15.064 4.301 0.06 -0.033 -0.043
Si 9.481 12.377 4.037 -0.023 0.123 0.006
Si 6.877 20.671 4.196 -0.091 -0.097 0.026
Si 9.541 17.809 4.28 0.074 -0.015 -0.029
Si 6.854 26.016 4.199 0.025 -0.082 -0.093
Si 9.592 23.29 4.13 -0.036 0.017 0.06
Si 6.941 31.421 4.096 -0.126 -0.003 -0.038
Si 9.62 28.667 4.196 -0.018 0.023 -0.081
Si 6.882 36.791 4.061 0.109 -0.053 -0.016
Si 9.661 34.112 4.026 -0.009 0.026 -0.003
Si 6.945 42.299 4.264 0.003 -0.061 -0.013
Si 9.617 39.567 4.135 -0.059 0.023 -0.094
Si 6.86 47.799 4.292 0.063 0.026 -0.183
Si 9.602 45.033 4.221 0.121 -0.074 -0.01
Si 6.818 53.387 4.194 -0.105 0.128 0.053
Si 9.611 50.553 4.255 -0.094 -0.054 -0.232
Si 6.808 58.832 4.29 0.124 -0.078 -0.066
Si 9.542 56.14 4.096 -0.021 -0.029 0.058
Si 6.84 64.422 4.167 -0.204 0.008 -0.095
Si 9.546 61.602 4.313 -0.046 -0.062 -0.053
Si 12.212 4.124 4.075 -0.001 0.079 0.063
Si 15.027 1.414 4.081 0.085 0.078 -0.219
Si 12.219 9.606 4.061 -0.002 0.093 -0.177
Si 15.029 6.931 3.98 -0.026 0.01 -0.027
Si 12.205 15.067 4.037 0.006 0.015 -0.043
Si 14.899 12.316 4.179 0.081 0.029 -0.135
Si 12.319 20.565 4.223 -0.045 0.04 -0.031
Si 15.011 17.791 4.098 0 -0.011 0.027
Si 12.312 25.922 4.136 0.014 0.107 0.002
Si 15.111 23.287 4.152 -0.114 -0.022 -0.043
Si 12.363 31.411 4.197 -0.038 0.054 -0.024
Si 15.098 28.692 4.153 0.044 -0.067 -0.073
Si 12.34 36.814 4.023 -0.04 0.04 -0.019
Si 15.066 34.14 4.167 0.014 0.009 -0.061
Si 12.395 42.294 4.263 0.049 -0.068 -0.065
Si 15.071 39.564 4.092 -0.068 0.041 0.019
Si 12.348 47.776 4.245 0.117 -0.079 0.022
Si 15.097 45.018 4.179 -0.005 0.018 -0.062
Si 12.338 53.316 4.134 -0.054 0.068 -0.084
Si 15.093 50.569 4.101 0.048 0.015 -0.098
Si 12.27 58.864 4.052 -0.004 0.046 0.046
Si 14.971 56.055 4.07 -0.042 0.07 -0.124
Si 12.318 64.374 4.231 0.006 0 -0.081
Si 14.992 61.576 4.025 -0.016 0.001 -0.027
Si 0.016 0.031 5.398 -0.041 0.079 -0.045
Si 2.728 2.805 5.403 -0.065 0.036 -0.051
Si -0.041 5.574 5.413 0.093 -0.147 -0.058
Si 2.732 8.264 5.489 0.045 -0.018 -0.011
Si -0.068 10.982 5.507 -0.053 -0.002 0.006
Si 2.683 13.694 5.519 -0.071 0.003 -0.017
Si -0.079 16.45 5.546 -0.02 -0.042 -0.011
Si 2.687 19.223 5.579 0.047 -0.007 -0.01
Si 0.021 21.891 5.526 0.024 -0.005 -0.058
Si 2.779 24.61 5.568 -0.004 0.037 -0.02
Si 0.02 27.358 5.586 0.012 0.006 -0.043
Si 2.79 30.053 5.528 0.002 0.054 -0.063
Si 0.034 32.763 5.519 0.007 0.027 -0.021
Si 2.827 35.428 5.484 -0.066 0.041 -0.049
Si 0.048 38.205 5.477 0.048 -0.024 -0.039
Si 2.759 40.905 5.507 0.007 -0.034 -0.063
Si 0.021 43.652 5.569 0.025 -0.005 -0.034
Si 2.732 46.421 5.625 -0.001 -0.035 0.011
Si 0 49.212 5.552 0.005 -0.013 -0.001
Si 2.73 51.956 5.529 -0.033 0.031 -0.077
Si -0.02 54.706 5.453 0.02 0.071 -0.112
Si 2.642 57.45 5.538 -0.074 -0.074 0.035
Si -0.111 60.231 5.502 -0.003 -0.059 -0.005
Si 2.638 63.002 5.502 0.097 -0.042 0.009
Si 5.422 0.092 5.509 0.063 0.008 -0.008
Si 8.179 2.829 5.468 0.016 0.057 -0.059
Si 5.463 5.533 5.401 -0.013 0.047 -0.009
Si 8.154 8.307 5.442 0.079 0.035 -0.005
Si 5.424 11.007 5.487 -0.058 -0.038 -0.05
Si 8.194 13.692 5.547 -0.072 -0.003 -0.008
Si 5.419 16.482 5.597 0.043 -0.003 0.041
Si 8.183 19.23 5.571 0.042 0.029 -0.003
Si 5.468 21.942 5.58 -0.01 0.018 -0.04
Si 8.235 24.636 5.542 -0.023 0.044 -0.075
Si 5.474 27.367 5.546 0.025 -0.014 -0.058
Si 8.24 30.052 5.527 0.023 -0.031 -0.043
Si 5.528 32.773 5.458 0.057 0.043 -0.094
Si 8.276 35.456 5.447 -0.019 0.036 -0.1
Si 5.542 38.152 5.498 -0.028 0.013 -0.043
Si 8.283 40.895 5.579 0 0.036 -0.017
Si 5.506 43.628 5.612 -0.013 0.021 -0.003
Si 8.249 46.413 5.599 0.01 0.085 0.001
Si 5.469 49.207 5.585 -0.006 -0.076 0.015
Si 8.203 51.977 5.532 0.078 -0.007 0.003
Si 5.429 54.707 5.58 0.028 -0.047 -0.025
Si 8.211 57.444 5.566 -0.06 0.017 0.008
Si 5.415 60.245 5.551 -0.002 -0.006 0.031
Si 8.152 63.01 5.554 0.039 0.006 0.053
Si 10.903 0.135 5.49 0.067 0.031 -0.023
Si 13.634 2.787 5.43 -0.033 -0.118 -0.031
Si 10.906 5.516 5.472 -0.054 -0.002 -0.016
Si 13.654 8.258 5.405 0.003 0.116 -0.058
Si 10.862 11 5.423 0.013 -0.096 -0.069
Si 13.557 13.733 5.488 0.004 -0.067 -0.047
Si 10.942 16.415 5.541 -0.04 0.04 -0.019
Si 13.686 19.158 5.53 -0.007 0.011 -0.039
Si 10.933 21.934 5.553 0.037 -0.053 -0.055
Si 13.697 24.604 5.534 -0.016 -0.07 -0.056
Si 10.99 27.305 5.546 -0.019 -0.012 -0.041
Si 13.737 30.045 5.544 0.031 0.069 -0.009
Si 10.966 32.785 5.509 -0.009 -0.086 -0.05
Si 13.688 35.512 5.496 0.047 -0.012 -0.043
Si 10.986 38.168 5.465 0.016 -0.004 -0.055
Si 13.742 40.885 5.564 0.008 0.043 -0.03
Si 10.982 43.667 5.581 -0.065 -0.022 -0.037
Si 13.721 46.386 5.563 -0.07 0.006 0
Si 10.977 49.166 5.589 -0.02 0.054 -0.032
Si 13.715 51.941 5.485 0.019 0.03 -0.035
Si 10.927 54.726 5.45 0.01 -0.065 -0.05
Si 13.615 57.455 5.438 0.028 -0.026 -0.062
Si 10.96 60.191 5.537 0.019 0.038 0.006
Si 13.689 62.936 5.484 0.004 0.031 -0.001
Si 1.358 1.429 6.774 -0.004 0.006 -0.01
Si 4.098 4.163 6.782 0.026 -0.045 -0.013
Si 1.343 6.893 6.815 -0.024 0.022 0.009
Si 4.088 9.623 6.859 0.009 -0.013 -0.002
Si 1.318 12.33 6.876 0.036 0.011 0.006
Si 4.052 15.07 6.902 -0.001 0.039 0.004
Si 1.322 17.811 6.906 0.001 0.001 -0.015
Si 4.09 20.565 6.934 -0.019 -0.007 0.006
Si 1.383 23.252 6.916 0.02 -0.035 0.004
Si 4.13 25.99 6.928 0.04 -0.037 0.012
Si 1.41 28.716 6.925 0.003 -0.029 0.01
Si 4.162 31.429 6.876 0.002 -0.055 -0.004
Si 1.42 34.118 6.874 0.005 -0.014 0.018
Si 4.158 36.812 6.871 0.015 -0.005 0.025
Si 1.399 39.547 6.887 0.007 0.013 -0.004
Si 4.108 42.256 6.923 0.028 0.012 -0.015
Si 1.364 45.031 6.951 -0.027 0.047 -0.002
Si 4.107 47.817 6.945 0.003 0.022 -0.017
Si 1.369 50.584 6.904 -0.012 -0.003 -0.023
Si 4.078 53.318 6.92 0.038 -0.009 0.007
Si 1.304 56.063 6.881 0.028 0.064 0.023
Si 4.042 58.834 6.869 0.023 0.018 0
Si 1.297 61.587 6.849 0.014 0.027 -0.026
Si 4.049 64.34 6.855 -0.048 0.039 0.008
Si 6.82 1.452 6.839 -0.047 -0.003 0.012
Si 9.546 4.17 6.846 -0.014 0.019 0.026
Si 6.811 6.902 6.8 -0.035 -0.016 -0.047
Si 9.538 9.631 6.825 -0.004 0.008 0.005
Si 6.803 12.337 6.881 0.025 0.035 0.022
Si 9.563 15.064 6.906 0.042 -0.011 0.001
Si 6.822 17.84 6.932 -0.06 0.016 0.009
Si 9.579 20.561 6.93 -0.002 -0.036 0.009
Si 6.858 23.291 6.928 -0.015 -0.014 0.017
Si 9.604 25.976 6.924 0.001 0.001 0.028
Si 6.86 28.712 6.909 -0.038 0.028 0.02
Si 9.603 31.422 6.891 -0.026 0.041 0.032
Si 6.89 34.128 6.85 -0.033 -0.004 0.014
Si 9.611 36.826 6.856 0.015 -0.008 -0.019
Si 6.88 39.524 6.896 0.036 -0.024 0.013
Si 9.621 42.285 6.937 0.036 -0.024 0.004
Si 6.86 45.038 6.943 -0.017 0.024 -0.025
Si 9.605 47.802 6.946 0.017 -0.065 -0.007
Si 6.847 50.596 6.914 -0.016 -0.033 -0.033
Si 9.582 53.36 6.865 -0.076 0.012 -0.049
Si 6.822 56.08 6.911 -0.004 0.012 -0.02
Si 9.585 58.827 6.897 0.002 -0.034 -0.004
Si 6.798 61.608 6.896 -0.053 0.036 0.003
Si 9.562 64.368 6.866 -0.075 -0.013 -0.005
Si 12.296 1.451 6.849 -0.024 0.033 0.009
Si 15.016 4.172 6.774 -0.026 0.072 -0.005
Si 12.301 6.891 6.797 0.035 -0.06 -0.002
Si 14.989 9.6 6.84 0.002 0.007 0.019
Si 12.228 12.338 6.842 -0.004 0.072 -0.008
Si 14.958 15.068 6.88 0 0.077 -0.012
Si 12.31 17.795 6.899 0.028 -0.042 -0.009
Si 15.05 20.531 6.9 -0.014 0.007 -0.012
Si 12.325 23.264 6.921 -0.01 0.015 0.022
Si 15.05 25.975 6.922 -0.037 0.056 0.005
Si 12.352 28.686 6.909 -0.018 -0.003 -0.011
Si 15.088 31.415 6.915 0.022 -0.06 0.002
Si 12.334 34.144 6.88 -0.004 -0.002 0.015
Si 15.075 36.859 6.866 -0.028 0.015 -0.008
Si 12.334 39.527 6.886 0.024 -0.007 -0.02
Si 15.07 42.279 6.933 0.029 -0.017 0.021
Si 12.34 45.039 6.938 0.032 0.026 -0.01
Si 15.056 47.806 6.909 0.01 0.002 -0.025
Si 12.346 50.584 6.884 -0.018 -0.041 -0.008
Si 15.052 53.333 6.848 -0.001 -0.078 0.006
Si 12.281 56.087 6.836 -0.018 0.023 -0.02
Si 14.965 58.82 6.843 -0.015 0.063 -0.004
Si 12.322 61.58 6.869 -0.006 -0.045 -0.011
Si 15.063 64.314 6.817 0.055 -0.059 -0.004
Si -0.018 2.796 8.14 0 -0.045 -0.023
Si 2.694 0.083 8.2 0.069 0.013 0.008
Si -0.019 8.251 8.195 0.003 -0.015 0.013
Si 2.72 5.514 8.161 -0.042 -0.025 -0.01
Si -0.044 13.71 8.228 0.009 -0.006 -0.017
Si 2.715 10.977 8.227 0.005 0.012 0.003
Si -0.014 19.175 8.291 0.015 -0.006 -0.009
Si 2.698 16.443 8.266 -0.007 -0.032 -0.001
Si 0.011 24.61 8.291 -0.012 -0.023 -0.008
Si 2.733 21.91 8.313 0.034 0.021 0.001
Si 0.04 30.065 8.3 0.004 0.024 0.012
Si 2.756 27.339 8.3 -0.011 0.01 0.006
Si 0.039 35.488 8.237 0.025 -0.002 -0.009
Si 2.78 32.769 8.264 -0.008 0.012 -0.002
Si 0.038 40.909 8.28 0.016 0.051 0.006
Si 2.775 38.176 8.245 -0.021 -0.013 -0.009
Si -0.005 46.424 8.287 -0.005 -0.003 0.016
Si 2.745 43.645 8.285 0.03 0.042 0
Si -0.005 51.968 8.243 0.03 0.003 -0.004
Si 2.724 49.2 8.276 0.002 -0.016 0.015
Si -0.057 57.462 8.215 0.009 -0.036 0.002
Si 2.699 54.712 8.246 -0.002 -0.027 -0.002
Si -0.03 62.952 8.229 0.002 0.001 0.014
Si 2.674 60.213 8.212 0.009 -0.022 -0.002
Si 5.448 2.811 8.188 0.062 0.047 0.004
Si 8.177 0.082 8.221 0.013 -0.011 -0.007
Si 5.455 8.241 8.199 -0.049 -0.022 0.011
Si 8.177 5.543 8.185 0.058 0.004 0.009
Si 5.451 13.713 8.252 0.024 0.001 -0.003
Si 8.184 10.971 8.228 -0.05 -0.043 0.011
Si 5.452 19.19 8.298 -0.008 -0.045 0.004
Si 8.201 16.448 8.268 0.019 0.014 -0.007
Si 5.492 24.637 8.305 0.035 0.035 0.004
Si 8.21 21.913 8.3 -0.013 -0.017 -0.006
Si 5.498 30.069 8.283 0.013 0.011 0.004
Si 8.227 27.344 8.281 0.017 -0.007 -0.013
Si 5.524 35.474 8.257 0.012 0.034 0.007
Si 8.231 32.776 8.265 0.002 -0.042 0.002
Si 5.495 40.887 8.264 -0.064 -0.022 0.008
Si 8.251 38.176 8.263 -0.022 0.03 0.012
Si 5.479 46.424 8.283 0.033 0.027 0.006
Si 8.229 43.654 8.284 -0.01 0.021 0.009
Si 5.464 51.956 8.275 -0.013 -0.019 0.015
Si 8.214 49.2 8.263 0.002 0.017 0.001
Si 5.436 57.472 8.229 0.037 0.009 -0.001
Si 8.208 54.708 8.249 -0.005 -0.027 0.017
Si 5.413 62.967 8.23 -0.005 -0.053 -0.002
Si 8.191 60.215 8.22 0.015 0.021 -0.012
Si 10.924 2.808 8.208 0.013 -0.011 0.007
Si 13.676 0.055 8.173 -0.026 0.008 -0.011
Si 10.929 8.256 8.17 0.018 0.036 -0.015
Si 13.666 5.527 8.17 0.006 -0.013 -0.002
Si 10.918 13.695 8.264 -0.035 -0.011 0.012
Si 13.631 10.981 8.197 -0.004 -0.027 -0.01
Si 10.946 19.168 8.272 -0.012 0.012 -0.007
Si 13.65 16.436 8.284 -0.008 -0.012 0.007
Si 10.963 24.617 8.302 0.005 0.016 -0.003
Si 13.683 21.887 8.284 -0.028 -0.025 -0.002
Si 10.972 30.057 8.267 0.01 0.002 -0.012
Si 13.696 27.332 8.305 0.026 -0.008 0.001
Si 10.967 35.489 8.265 0.007 -0.001 0.013
Si 13.703 32.783 8.261 0.002 0.003 -0.001
Si 10.982 40.904 8.276 -0.034 0.03 0.018
Si 13.707 38.192 8.268 0.007 0.01 0.013
Si 10.966 46.417 8.29 -0.001 0.026 0.019
Si 13.694 43.653 8.293 -0.033 -0.001 0.012
Si 10.953 51.969 8.218 0.003 0.009 0.005
Si 13.683 49.191 8.254 -0.001 -0.003 0.008
Si 10.943 57.446 8.242 -0.023 0.007 0.015
Si 13.666 54.714 8.194 0.009 0.015 -0.012
Si 10.933 62.963 8.199 0.011 0.019 -0.01
Si 13.65 60.194 8.241 -0.016 -0.014 0.023
Si 1.354 4.146 9.524 0.028 0.015 -0.014
Si 4.086 1.432 9.551 -0.028 -0.001 -0.011
Si 1.356 9.598 9.578 0.005 0.012 0.01
Si 4.084 6.868 9.549 0.032 0.024 -0.01
Si 1.337 15.059 9.611 -0.019 0.034 0.006
Si 4.09 12.331 9.603 -0.007 0.014 0.001
Si 1.361 20.531 9.663 0.003 -0.017 0.008
Si 4.079 17.803 9.639 0.016 0 0.01
Si 1.382 25.972 9.667 0.005 0.016 0.001
Si 4.116 23.27 9.668 -0.019 -0.007 0.002
Si 1.409 31.427 9.661 0.007 -0.03 0.01
Si 4.125 28.708 9.664 0.011 -0.011 -0.005
Si 1.398 36.839 9.63 -0.018 0.012 -0.001
Si 4.138 34.135 9.641 -0.003 -0.025 0
Si 1.381 42.284 9.658 -0.001 -0.018 0.007
Si 4.121 39.54 9.64 0.033 0.01 0.004
Si 1.359 47.811 9.631 0.004 -0.013 0.003
Si 4.109 45.035 9.631 -0.015 0.003 0.002
Si 1.346 53.342 9.613 0.013 -0.016 0.003
Si 4.092 50.578 9.629 0.011 -0.014 -0.005
Si 1.32 58.833 9.577 0.02 0.018 -0.008
Si 4.076 56.097 9.592 0.012 0.007 0.006
Si 1.346 64.322 9.571 -0.006 -0.004 0.001
Si 4.055 61.573 9.576 0.013 0.027 0.002
Si 6.826 4.161 9.553 -0.054 -0.005 -0.007
Si 9.569 1.43 9.571 -0.014 0.009 0.01
Si 6.826 9.589 9.577 0.046 0.012 -0.004
Si 9.568 6.889 9.543 -0.027 -0.018 -0.008
Si 6.831 15.07 9.626 -0.027 0.018 -0.001
Si 9.551 12.325 9.613 0.017 0.047 -0.006
Si 6.838 20.542 9.66 -0.001 0.008 0.011
Si 9.576 17.804 9.644 0.006 -0.015 0.004
Si 6.865 25.989 9.669 -0.022 -0.018 0.013
Si 9.59 23.259 9.669 0.009 -0.004 0.008
Si 6.866 31.423 9.656 -0.018 0.002 0.008
Si 9.602 28.699 9.65 -0.028 0.005 0.003
Si 6.87 36.84 9.648 0.008 -0.021 0.005
Si 9.597 34.135 9.646 -0.005 0.006 -0.006
Si 6.848 42.275 9.628 0.002 0.018 -0.007
Si 9.597 39.556 9.643 0.031 -0.005 -0.005
Si 6.845 47.815 9.621 -0.028 -0.012 -0.011
Si 9.586 45.04 9.637 0.004 -0.008 -0.002
Si 6.841 53.341 9.615 0.006 0 -0.001
Si 9.587 50.593 9.596 -0.015 -0.022 -0.011
Si 6.822 58.84 9.578 -0.039 -0.006 0.007
Si 9.574 56.085 9.603 -0.024 -0.003 0.006
Si 6.814 64.319 9.573 -0.015 0.018 0.001
Si 9.571 61.582 9.567 -0.032 -0.016 0.002
Si 12.31 4.166 9.552 -0.038 0.018 0.009
Si 15.038 1.43 9.529 -0.011 0.006 -0.015
Si 12.288 9.606 9.563 0.007 0.02 -0.01
Si 15.032 6.877 9.555 0.003 -0.015 0.005
Si 12.293 15.055 9.635 0.005 0.016 0.003
Si 15.014 12.328 9.582 0.015 0.027 -0.013
Si 12.313 20.522 9.653 0.016 -0.021 0.006
Si 15.028 17.799 9.645 0.006 -0.006 0.006
Si 12.33 25.969 9.678 -0.032 0.013 0.014
Si 15.048 23.246 9.667 0.004 0.008 0
Si 12.337 31.422 9.641 0 -0.008 -0.004
Si 15.071 28.698 9.667 0.001 -0.016 0
Si 12.335 36.843 9.648 0.005 -0.005 0.007
Si 15.076 34.143 9.632 0.003 -0.013 -0.004
Si 12.322 42.285 9.654 0.024 -0.008 0.005
Si 15.063 39.557 9.649 -0.014 0.013 0.002
Si 12.319 47.817 9.626 -0.011 -0.002 0.005
Si 15.04 45.045 9.653 -0.001 0.032 -0.004
Si 12.313 53.349 9.577 -0.006 -0.011 -0.011
Si 15.039 50.582 9.6 -0.002 -0.026 -0.014
Si 12.297 58.822 9.606 -0.013 0.016 0.009
Si 15.01 56.085 9.586 -0.002 0.039 -0.014
Si 12.314 64.318 9.553 -0.004 -0.031 -0.005
Si 15.022 61.569 9.59 0.015 0 0.005
Si -0.029 0.059 10.917 0.02 -0.002 -0.005
Si 2.716 2.79 10.906 0.02 -0.024 -0.008
Si 0.005 5.512 10.909 -0.002 -0.015 -0.006
Si 2.734 8.229 10.935 -0.031 -0.01 0.01
Si -0.003 10.972 10.94 -0.016 0.012 -0.008
Si 2.724 13.696 10.968 0.018 0.001 0.005
Si -0.003 16.431 10.991 -0.003 -0.007 -0.002
Si 2.728 19.166 11.026 -0.01 -0.012 0.009
Si -0.002 21.88 11.047 0.017 -0.007 -0.008
Si 2.744 24.611 11.047 0.033 -0.009 0.007
Si 0.018 27.329 11.048 -0.002 -0.008 0
Si 2.755 30.058 11.047 -0.016 0.012 0
Si 0.031 32.791 11.022 0.003 0.007 -0.006
Si 2.764 35.493 11.022 0 -0.003 0.002
Si 0.028 38.193 11.014 0.028 -0.01 -0.006
Si 2.749 40.904 11.014 0.008 0.037 0.004
Si -0.002 43.66 11.011 -0.002 0.019 0.001
Si 2.724 46.413 10.975 0.003 0.026 -0.005
Si -0.023 49.197 10.97 0.003 0.03 -0.007
Si 2.717 51.97 10.969 0.004 0 0.002
Si -0.023 54.728 10.957 0.009 -0.011 0.006
Si 2.702 57.476 10.945 0.006 -0.009 0.008
Si -0.028 60.2 10.961 0.002 -0.001 0.012
Si 2.694 62.938 10.941 0.043 -0.019 0.002
Si 5.438 0.051 10.924 0.013 0.025 -0.015
Si 8.193 2.789 10.922 0.028 0.016 -0.01
Si 5.455 5.511 10.917 0 -0.011 -0.006
Si 8.206 8.23 10.93 0 0.007 0.008
Si 5.469 10.951 10.951 -0.008 -0.018 -0.011
Si 8.201 13.693 10.991 0.013 -0.025 0.003
Si 5.464 16.438 10.992 0.017 -0.015 -0.004
Si 8.212 19.173 11.021 -0.021 -0.01 0.013
Si 5.476 21.9 11.034 0.005 -0.008 -0.004
Si 8.223 24.616 11.041 0.009 0.014 0.002
Si 5.487 27.339 11.036 0.006 0.027 -0.007
Si 8.232 30.054 11.027 0.021 -0.007 -0.003
Si 5.489 32.776 11.03 0.008 -0.003 -0.012
Si 8.23 35.489 11.032 0.003 0.008 0
Si 5.496 38.202 11.027 -0.031 0.006 0.013
Si 8.214 40.922 11.008 -0.025 0.016 0.006
Si 5.471 43.645 10.986 0.017 0.014 0.011
Si 8.205 46.424 10.973 0.004 0.024 0.009
Si 5.464 49.188 10.97 0.023 -0.012 0
Si 8.222 51.967 10.966 -0.011 -0.015 0.008
Si 5.467 54.737 10.95 -0.001 -0.024 -0.013
Si 8.2 57.474 10.943 0.006 0.009 -0.002
Si 5.441 60.207 10.929 0.024 -0.009 -0.009
Si 8.194 62.941 10.926 -0.007 -0.001 0.006
Si 10.949 0.053 10.919 -0.02 -0.004 0
Si 13.683 2.794 10.907 0.006 -0.031 -0.011
Si 10.939 5.528 10.91 0.043 -0.016 -0.007
Si 13.673 8.249 10.923 -0.006 0.005 -0.008
Si 10.939 10.959 10.954 -0.022 -0.022 -0.007
Si 13.68 13.69 10.98 0.005 -0.009 0
Si 10.941 16.426 11.007 -0.004 -0.024 -0.006
Si 13.673 19.157 11.028 -0.012 0.001 0.008
Si 10.951 21.885 11.032 -0.027 0.008 -0.007
Si 13.685 24.598 11.057 0.013 0.005 0.007
Si 10.955 27.331 11.036 0.027 -0.012 -0.008
Si 13.696 30.062 11.027 0 0.011 0.002
Si 10.971 32.78 11.022 -0.006 -0.016 -0.004
Si 13.71 35.491 11.025 -0.005 -0.012 0.009
Si 10.967 38.21 11.023 -0.022 0.023 -0.004
Si 13.69 40.923 11.021 0.012 0.015 0.005
Si 10.933 43.657 11.005 0.004 0.025 0.014
Si 13.658 46.427 10.998 0.003 0.022 0.005
Si 10.94 49.206 10.959 0.007 -0.011 0
Si 13.671 51.972 10.942 -0.011 -0.012 -0.004
Si 10.96 54.723 10.955 -0.024 -0.015 -0.005
Si 13.667 57.458 10.968 -0.004 -0.025 0.011
Si 10.926 60.207 10.943 -0.009 0.008 0.009
Si 13.653 62.941 10.937 -0.021 0.013 0.005
Si 1.347 1.423 12.263 0.013 0.018 -0.008
Si 4.094 4.139 12.274 0.009 0.011 -0.008
Si 1.37 6.86 12.298 0.023 -0.01 0.002
Si 4.116 9.573 12.315 0.032 0.049 0.004
Si 1.378 12.309 12.328 -0.033 -0.017 0.013
Si 4.096 15.058 12.34 -0.009 0.002 -0.01
Si 1.353 17.79 12.375 0.01 -0.015 0.002
Si 4.103 20.533 12.392 0.02 0.01 -0.009
Si 1.378 23.234 12.414 -0.035 0.008 -0.001
Si 4.123 25.971 12.411 -0.014 -0.001 0.005
Si 1.385 28.691 12.422 0.018 -0.007 0.006
Si 4.12 31.425 12.415 0.009 -0.012 0.006
Si 1.387 34.151 12.411 -0.005 -0.029 -0.003
Si 4.118 36.858 12.41 0.021 0.008 -0.007
Si 1.379 39.552 12.398 -0.052 -0.013 -0.016
Si 4.11 42.28 12.372 -0.025 -0.033 -0.004
Si 1.366 45.04 12.355 0.029 0.03 0.006
Si 4.092 47.796 12.314 -0.015 -0.014 0.001
Si 1.333 50.592 12.311 0.009 -0.038 0
Si 4.091 53.37 12.301 0.014 0.005 -0.013
Si 1.337 56.112 12.317 0.022 0.01 -0.011
Si 4.073 58.852 12.306 0.034 0.01 -0.014
Si 1.332 61.574 12.324 0.014 0.024 0.015
Si 4.075 64.299 12.286 0.011 0.005 -0.002
Si 6.832 1.399 12.273 -0.04 -0.034 -0.001
Si 9.583 4.148 12.268 -0.054 -0.017 0.012
Si 6.84 6.853 12.282 0.001 0.009 0.003
Si 9.576 9.582 12.302 0.015 0.03 -0.004
Si 6.841 12.294 12.332 -0.011 0.03 -0.003
Si 9.583 15.049 12.366 -0.007 0.033 -0.004
Si 6.83 17.802 12.371 -0.013 -0.016 -0.009
Si 9.58 20.532 12.406 0.039 -0.009 0.005
Si 6.852 23.249 12.406 -0.004 -0.009 0.001
Si 9.597 25.962 12.416 -0.027 0.007 0.009
Si 6.864 28.687 12.403 -0.016 -0.002 0.001
Si 9.602 31.418 12.394 -0.006 -0.002 -0.013
Si 6.849 34.138 12.404 -0.024 -0.022 0.001
Si 9.593 36.863 12.398 0.02 -0.024 -0.003
Si 6.85 39.579 12.405 0.033 0.025 -0.006
Si 9.561 42.297 12.384 -0.012 -0.017 0.004
Si 6.841 45.029 12.325 -0.022 0.013 -0.007
Si 9.568 47.819 12.31 0 0.024 -0.015
Si 6.839 50.579 12.304 -0.033 -0.034 -0.001
Si 9.601 53.354 12.316 0.022 0.021 -0.001
Si 6.836 56.115 12.312 -0.016 -0.017 -0.002
Si 9.575 58.831 12.313 -0.061 -0.01 0.01
Si 6.828 61.559 12.286 -0.045 -0.006 -0.002
Si 9.589 64.295 12.276 0.02 0.015 0.004
Si 12.33 1.417 12.272 0 0.038 0.002
Si 15.052 4.153 12.28 -0.005 0.007 -0.002
Si 12.302 6.889 12.282 -0.012 -0.012 0.004
Si 15.053 9.598 12.299 0.005 0.012 -0.013
Si 12.325 12.303 12.328 0 0.054 -0.015
Si 15.06 15.05 12.349 0.02 0.023 -0.01
Si 12.314 17.778 12.387 0.002 -0.009 0.011
Si 15.035 20.511 12.416 0 -0.02 0.011
Si 12.314 23.223 12.429 -0.026 -0.018 -0.002
Si 15.058 25.964 12.425 0.003 0.005 0
Si 12.324 28.695 12.398 -0.001 0 -0.007
Si 15.068 31.427 12.393 -0.003 -0.012 -0.013
Si 12.342 34.134 12.405 0.009 0.009 -0.003
Si 15.07 36.853 12.409 0.016 0.029 0.001
Si 12.319 39.577 12.405 0.009 0.004 0.011
Si 15.038 42.297 12.391 0.008 0.03 0.008
Si 12.282 45.049 12.357 -0.038 -0.023 -0.009
Si 15.017 47.822 12.34 -0.005 -0.039 0.003
Si 12.305 50.599 12.3 0.011 -0.002 -0.015
Si 15.02 53.353 12.313 -0.005 -0.028 -0.009
Si 12.315 56.09 12.34 0.019 0.047 0.003
Si 15.024 58.832 12.338 0.024 0.003 0.006
Si 12.298 61.566 12.306 -0.025 -0.022 -0.003
Si 15.019 64.314 12.29 -0.014 -0.021 -0.004
Si 0.008 2.786 13.649 0.033 -0.088 0.029
Si 2.68 0.034 13.621 0.025 0.021 -0.007
Si 0.024 8.245 13.662 -0.034 0.02 -0.007
Si 2.735 5.482 13.66 -0.022 0.011 0.027
Si 0.038 13.689 13.702 -0.049 0.017 -0.008
Si 2.757 10.933 13.689 0.011 0.016 -0.004
Si -0.007 19.134 13.776 0.002 -0.003 -0.004
Si 2.742 16.43 13.718 -0.018 -0.011 -0.024
Si 0.01 24.583 13.793 0.048 -0.018 -0.006
Si 2.743 21.873 13.792 0.027 -0.061 0.014
Si 0.007 30.062 13.78 -0.034 0.028 -0.001
Si 2.749 27.314 13.792 0.011 0.025 -0.001
Si 0.027 35.506 13.808 -0.016 0.007 0.021
Si 2.749 32.792 13.79 -0.008 -0.005 0.001
Si -0.003 40.915 13.755 0.068 -0.018 -0.011
Si 2.745 38.211 13.799 -0.006 0.014 0.01
Si -0.03 46.423 13.683 0.006 0.035 0.01
Si 2.726 43.647 13.718 -0.014 0.04 0.013
Si -0.029 51.981 13.671 -0.009 0.015 0.015
Si 2.698 49.187 13.628 0.011 0.019 -0.016
Si -0.019 57.468 13.712 0.006 0.002 0.004
Si 2.728 54.755 13.662 0.022 -0.052 0.016
Si -0.054 62.943 13.674 0.018 0.033 -0.021
Si 2.7 60.204 13.69 0.03 -0.049 0.024
Si 5.466 2.767 13.621 -0.002 0.003 0.001
Si 8.208 0.019 13.623 -0.02 0.061 0.001
Si 5.484 8.191 13.674 0.008 -0.018 0.001
Si 8.22 5.5 13.639 0.014 -0.013 -0.011
Si 5.466 13.664 13.675 0.024 -0.014 0.007
Si 8.213 10.911 13.69 0.02 -0.022 0.02
Si 5.47 19.171 13.754 0.012 0.002 0.016
Si 8.21 16.429 13.717 0.023 -0.013 0.025
Si 5.492 24.604 13.781 -0.021 -0.006 -0.016
Si 8.207 21.889 13.791 -0.039 0.037 -0.005
Si 5.489 30.045 13.767 0.013 0.009 -0.014
Si 8.223 27.316 13.783 0.012 -0.005 -0.021
Si 5.487 35.505 13.786 0.006 -0.025 -0.005
Si 8.222 32.771 13.758 0.005 -0.014 -0.009
Si 5.467 40.936 13.782 -0.01 0.048 0.013
Si 8.228 38.226 13.78 -0.018 0.007 0.005
Si 5.452 46.392 13.657 0.018 0.03 -0.001
Si 8.176 43.672 13.738 0.004 0.02 0.014
Si 5.466 51.981 13.626 -0.001 0.009 -0.003
Si 8.206 49.199 13.66 0.012 -0.032 0.029
Si 5.459 57.498 13.664 -0.024 0.029 0.016
Si 8.248 54.762 13.653 -0.046 -0.025 -0.004
Si 5.445 62.916 13.637 0.042 -0.019 -0.006
Si 8.202 60.201 13.665 0.035 -0.008 -0.01
Si 10.965 2.786 13.619 0.027 -0.06 -0.018
Si 13.681 0.06 13.667 -0.026 -0.013 0.032
Si 10.943 8.235 13.674 -0.011 0.034 -0.012
Si 13.695 5.543 13.628 -0.012 -0.032 -0.035
Si 10.972 13.662 13.703 0.026 -0.094 0.024
Si 13.701 10.942 13.692 0.038 -0.023 0.021
Si 10.954 19.153 13.756 -0.032 0.019 -0.029
Si 13.706 16.405 13.733 -0.009 -0.025 -0.004
Si 10.939 24.581 13.799 0.036 -0.014 0.006
Si 13.668 21.851 13.814 0.017 0.021 0.005
Si 10.958 30.052 13.772 0.006 0.017 0.016
Si 13.681 27.336 13.782 -0.012 -0.009 -0.009
Si 10.974 35.512 13.763 -0.049 0.015 -0.032
Si 13.713 32.775 13.788 0.035 -0.037 0.006
Si 10.926 40.939 13.765 0.018 0.04 -0.016
Si 13.698 38.22 13.777 -0.009 -0.038 -0.034
Si 10.894 46.433 13.692 0.04 0.013 0.02
Si 13.63 43.666 13.728 0.033 0.033 0.012
Si 10.973 51.982 13.678 0 -0.069 0.027
Si 13.641 49.22 13.675 -0.05 0.086 0.017
Si 10.964 57.487 13.691 -0.04 -0.034 -0.014
Si 13.678 54.716 13.707 -0.006 -0.008 0.007
Si 10.951 62.94 13.671 -0.034 0.018 0.003
Si 13.649 60.204 13.692 -0.028 0.033 -0.004
Si 1.365 4.132 15.041 0.05 0.022 0.036
Si 4.07 1.393 14.941 -0.022 -0.037 -0.029
Si 1.432 9.537 15.063 -0.079 0.043 0.04
Si 4.124 6.81 15.035 0.019 0.053 0.055
Si 1.417 15.038 15.084 0.052 0.013 0.034
Si 4.128 12.293 15.061 -0.013 -0.057 0.037
Si 1.372 20.483 15.148 -0.043 0.061 0.019
Si 4.073 17.815 15.097 0.018 0.021 -0.012
Si 1.383 25.938 15.165 -0.043 -0.062 0.042
Si 4.117 23.252 15.15 0.063 0.042 0.041
Si 1.379 31.417 15.153 -0.016 -0.01 0.033
Si 4.143 28.669 15.145 -0.014 -0.001 0.033
Si 1.383 36.868 15.207 0 -0.002 0.075
Si 4.1 34.171 15.168 0.033 -0.028 0.066
Si 1.37 42.276 15.105 -0.06 -0.022 -0.004
Si 4.112 39.57 15.179 -0.027 0.005 0.083
Si 1.339 47.821 15.005 0.013 0.032 0.003
Si 4.11 45.016 15.054 -0.011 -0.03 0.048
Si 1.349 53.381 15 0.02 0.046 0.01
Si 4.048 50.608 14.933 -0.007 -0.057 -0.067
Si 1.34 58.841 15.087 -0.016 0.061 0.026
Si 4.077 56.154 15.031 -0.01 0.014 0.021
Si 1.289 64.344 15.014 0.011 -0.076 0.007
Si 4.06 61.593 15.037 0.069 0.09 0.031
Si 6.878 4.098 14.977 -0.045 -0.021 0.022
Si 9.611 1.38 14.952 -0.027 -0.009 -0.052
Si 6.873 9.508 15.062 0.029 0.033 0.068
Si 9.563 6.873 15.025 -0.004 -0.07 0.056
Si 6.838 15.023 15.028 -0.069 -0.018 -0.049
Si 9.614 12.256 15.037 0.063 0.081 -0.045
Si 6.836 20.52 15.151 -0.053 -0.064 0.029
Si 9.566 17.808 15.099 -0.013 -0.025 0
Si 6.885 25.926 15.164 -0.014 0.025 0.053
Si 9.566 23.228 15.2 0.023 0 0.061
Si 6.856 31.405 15.13 -0.028 0.015 0.028
Si 9.571 28.7 15.141 0.007 -0.015 0.041
Si 6.861 36.869 15.153 0.015 0.017 0.031
Si 9.586 34.154 15.1 0.056 -0.002 0.006
Si 6.807 42.334 15.151 0.015 -0.054 0.072
Si 9.595 39.575 15.171 -0.043 0.002 0.066
Si 6.821 47.782 14.972 -0.058 -0.008 -0.032
Si 9.523 45.071 15.085 0.026 0.02 0.067
Si 6.866 53.363 14.947 0.027 -0.022 -0.035
Si 9.577 50.607 14.996 0.022 0.054 -0.021
Si 6.833 58.852 15.044 -0.045 -0.064 0.056
Si 9.619 56.117 15.055 0.085 0.06 0.035
Si 6.863 64.24 14.976 -0.057 0.014 -0.009
Si 9.588 61.557 15.024 -0.071 -0.031 0.058
Si 12.324 4.182 14.963 -0.007 0.043 0.007
Si 15.06 1.428 15.029 0.047 0.061 0.028
Si 12.338 9.564 15.051 -0.04 0.028 0.03
Si 15.044 6.909 15.015 0.012 0.013 0.004
Si 12.372 15 15.076 0.059 0.086 0.011
Si 15.101 12.297 15.048 0.043 0.007 -0.026
Si 12.318 20.454 15.191 -0.047 -0.041 0.072
Si 15.048 17.751 15.153 -0.018 0.014 0.067
Si 12.32 25.952 15.141 0.001 0.023 0.017
Si 15.043 23.223 15.17 -0.007 -0.045 0.023
Si 12.345 31.395 15.145 -0.013 -0.023 0.032
Si 15.034 28.711 15.159 0.04 -0.001 0.04
Si 12.34 36.863 15.152 0.053 0.05 0.04
Si 15.068 34.138 15.185 -0.007 -0.007 0.029
Si 12.253 42.33 15.138 -0.039 -0.021 0.06
Si 15.027 39.595 15.165 0.071 0.021 0.086
Si 12.243 47.849 15.013 -0.059 -0.064 0.006
Si 15.001 45.054 15.051 -0.026 -0.022 0.006
Si 12.336 53.337 15.085 -0.019 0.011 0.053
Si 14.999 50.614 15.034 -0.014 -0.077 0.014
Si 12.311 58.848 15.096 0.048 -0.022 0.043
Si 15.031 56.091 15.083 0.013 0.015 0.056
Si 12.329 64.306 15.038 0.016 0.008 0.031
Si 14.995 61.579 15.058 -0.005 -0.056 0.015
Si -0.026 0.066 16.466 -0.024 0.074 0.004
Si 2.734 2.71 16.373 -0.004 -0.002 -0.01
Si 0.003 5.563 16.364 0.012 -0.018 -0.057
Si 2.764 8.126 16.457 0.136 -0.081 -0.03
Si 0.129 10.982 16.393 -0.063 -0.08 0.198
Si 2.832 13.711 16.452 -0.131 0.019 0.169
Si 0.062 16.381 16.476 0.013 0.02 -0.084
Si 2.709 19.125 16.552 0.065 -0.041 0.093
Si 0.003 21.834 16.525 -0.005 -0.056 0.099
Si 2.773 24.598 16.56 -0.021 -0.023 0.087
Si -0.021 27.305 16.493 0.008 0.057 -0.032
Si 2.746 30.021 16.485 0.087 0.022 0.032
Si 0.048 32.788 16.567 -0.033 -0.056 0.025
Si 2.762 35.52 16.62 -0.038 0.02 -0.031
Si -0.003 38.252 16.566 -0.088 0.005 0.067
Si 2.757 40.974 16.547 -0.007 -0.088 0.003
Si -0.1 43.598 16.394 0.157 0.025 0.055
Si 2.693 46.397 16.315 0.007 0.031 0.046
Si -0.03 49.224 16.343 0.016 0.072 -0.042
Si 2.7 51.975 16.308 -0.069 0.036 0.009
Si 0.043 54.751 16.433 0.015 -0.105 0.004
Si 2.703 57.486 16.479 0.105 -0.068 0.021
Si -0.074 60.201 16.43 0.044 0.063 0.143
Si 2.624 62.966 16.357 -0.072 0.079 0.027
Si 5.449 -0.002 16.223 0.038 -0.018 0.056
Si 8.301 2.76 16.307 -0.043 -0.007 0.061
Si 5.504 5.412 16.362 0.065 0.016 -0.048
Si 8.201 8.13 16.501 0.006 0.098 0.107
Si 5.471 10.851 16.386 -0.032 0.092 -0.027
Si 8.221 13.626 16.331 0.045 -0.08 0.024
Si 5.476 16.422 16.357 0.044 -0.01 0.064
Si 8.2 19.151 16.524 -0.006 0.032 0.111
Si 5.466 21.885 16.531 -0.047 0.001 0.006
Si 8.222 24.595 16.625 -0.03 0.008 0.094
Si 5.528 27.298 16.512 0.013 -0.019 0.013
Si 8.193 30.042 16.529 0.049 -0.033 0.049
Si 5.496 32.789 16.479 -0.054 0.024 0.056
Si 8.273 35.53 16.498 -0.064 -0.091 0.106
Si 5.474 38.18 16.562 0.009 0.067 0.011
Si 8.185 40.948 16.501 0.044 0.125 0.074
Si 5.428 43.696 16.561 -0.039 -0.012 -0.006
Si 8.093 46.411 16.429 -0.026 0.067 -0.038
Si 5.423 49.206 16.198 0.025 -0.086 0.028
Si 8.238 52.023 16.323 -0.002 0.003 0.079
Si 5.536 54.774 16.26 -0.016 -0.034 -0.004
Si 8.283 57.533 16.401 -0.032 0.004 0.017
Si 5.447 60.239 16.397 0.004 -0.022 -0.057
Si 8.209 62.882 16.403 0.141 -0.031 -0.001
Si 10.918 0.017 16.365 0.043 0.001 0.055
Si 13.704 2.863 16.317 -0.033 -0.082 0.007
Si 10.994 5.56 16.345 -0.034 -0.056 0.057
Si 13.702 8.233 16.45 0.059 0.022 0.105
Si 10.972 10.892 16.435 0.019 -0.026 -0.01
Si 13.764 13.629 16.455 -0.009 0.019 0.047
Si 10.988 16.415 16.36 -0.011 0.009 0.059
Si 13.678 19.066 16.594 0.112 -0.008 0.134
Si 10.91 21.802 16.546 0.046 0.008 0
Si 13.681 24.605 16.531 -0.038 0.016 0.046
Si 10.932 27.313 16.487 0.044 -0.018 0.034
Si 13.671 30.042 16.587 -0.029 0.051 0.165
Si 10.957 32.791 16.439 -0.097 0.011 -0.003
Si 13.665 35.483 16.553 0.077 0.067 0.075
Si 11.007 38.227 16.558 0.035 -0.128 -0.037
Si 13.595 40.941 16.52 0.004 0.094 -0.089
Si 10.886 43.741 16.5 -0.057 -0.037 0.072
Si 13.63 46.492 16.344 -0.06 0.012 0.017
Si 10.852 49.198 16.387 0.178 0.01 0.051
Si 13.7 51.979 16.487 0.003 0.002 0.09
Si 10.97 54.717 16.442 -0.079 -0.005 0.069
Si 13.655 57.439 16.464 -0.006 0.058 0.172
Si 10.984 60.28 16.454 -0.13 -0.004 0.032
Si 13.697 62.978 16.463 -0.008 0.039 -0.018
Si 1.312 1.485 17.822 -0.018 0.039 0.125
Si 4.241 3.948 17.692 0.156 -0.064 -0.032
Si 1.441 6.699 17.835 -0.092 -0.111 0.177
Si 4.187 9.437 17.809 -0.02 0.137 -0.06
Si 1.54 12.297 17.84 0.063 -0.134 -0.132
Si 4.197 15.129 17.818 -0.157 0.041 -0.069
Si 1.378 17.687 17.945 0.066 0.036 0.085
Si 4.034 20.573 17.895 -0.034 0.155 -0.119
Si 1.348 23.227 17.897 0.029 0.013 -0.153
Si 4.205 25.953 17.926 0.033 -0.064 -0.085
Si 1.417 28.594 17.833 0.004 -0.053 -0.085
Si 4.125 31.401 17.825 -0.052 0.044 -0.097
Si 1.417 34.127 17.996 0.018 -0.022 0.046
Si 4.133 36.869 18.04 0.019 -0.01 0.056
Si 1.356 39.66 17.934 -0.02 0.05 -0.064
Si 4.127 42.281 17.999 0.006 -0.02 0.072
Si 1.343 44.946 17.635 -0.022 -0.215 -0.187
Si 4.076 47.842 17.56 0.01 0.064 -0.198
Si 1.293 50.644 17.695 -0.106 0.034 -0.024
Si 4.138 53.391 17.52 0.034 0.077 -0.191
Si 1.369 56.08 17.898 -0.046 0.082 0.078
Si 4.062 58.935 17.782 -0.161 0.146 0.032
Si 1.2 61.683 17.778 -0.07 -0.049 -0.066
Si 4.002 64.392 17.62 -0.084 0.14 -0.15
Si 6.951 1.249 17.506 0.007 -0.171 -0.222
Si 9.662 4.175 17.682 -0.052 0.102 -0.269
Si 6.803 6.676 17.861 -0.003 -0.105 0.071
Si 9.636 9.507 17.84 -0.009 -0.032 0.046
Si 6.883 12.217 17.666 0.055 -0.061 -0.148
Si 9.554 15.083 17.613 -0.011 0.056 -0.119
Si 6.766 17.743 17.787 -0.081 0.037 -0.107
Si 9.568 20.45 17.995 -0.088 -0.173 0.102
Si 6.849 23.162 17.982 0.085 -0.027 -0.021
Si 9.616 26.033 17.971 -0.062 0.048 -0.021
Si 6.872 28.627 17.932 0.014 -0.025 -0.007
Si 9.586 31.468 17.801 0.071 0.055 -0.149
Si 6.865 34.179 17.833 -0.072 0.145 -0.1
Si 9.716 36.793 17.916 0.036 0.009 -0.075
Si 6.879 39.532 17.893 0.028 -0.049 -0.085
Si 9.483 42.369 17.894 -0.078 -0.01 -0.078
Si 6.752 45.118 17.935 0.064 -0.013 0.106
Si 9.36 47.886 17.728 -0.089 0.09 -0.101
Si 6.787 50.595 17.492 0.011 -0.051 -0.28
Si 9.59 53.345 17.801 0.062 -0.109 0.118
Si 6.943 56.064 17.66 0.105 -0.034 -0.069
Si 9.592 58.967 17.833 -0.107 0.021 0.026
Si 6.813 61.561 17.807 0.045 -0.053 0.007
Si 9.661 64.163 17.774 0.017 -0.112 -0.063
Si 12.299 1.493 17.59 0.062 0.046 -0.212
Si 14.962 4.319 17.711 -0.052 -0.026 0.069
Si 12.303 6.871 17.838 -0.143 0.061 -0.047
Si 15.147 9.633 17.738 0.178 0.162 -0.067
Si 12.321 12.299 17.783 0.045 -0.064 -0.029
Si 15.229 14.932 17.83 0.142 -0.085 0.008
Si 12.299 17.591 17.931 -0.067 -0.046 -0.011
Si 15.102 20.44 17.961 -0.055 -0.063 -0.201
Si 12.28 23.212 17.842 0.047 0.008 -0.172
Si 14.999 26.023 17.923 -0.093 -0.002 0.027
Si 12.229 28.63 17.931 0.029 0.026 -0.048
Si 15.069 31.445 17.944 -0.068 -0.06 -0.073
Si 12.25 34.105 17.895 0.059 -0.015 -0.021
Si 15.02 36.865 17.941 0.023 -0.03 -0.088
Si 12.309 39.6 17.994 0.061 0.019 0.085
Si 14.887 42.349 17.871 -0.019 0.039 -0.05
Si 12.243 45.24 17.776 -0.008 0.12 -0.167
Si 15.055 47.806 17.679 -0.06 0.103 -0.042
Si 12.287 50.512 17.753 -0.121 -0.091 -0.074
Si 15.189 53.354 17.85 0.033 -0.042 0.057
Si 12.327 56.043 17.877 0.081 0.118 0.011
Si 15.024 58.798 17.862 -0.048 -0.147 -0.078
Si 12.342 61.658 17.865 -0.007 -0.031 0.002
Si 14.996 64.373 17.889 -0.043 0.026 0.022
Si -0.152 2.973 19.059 0.194 -0.222 0.298
Si 2.799 0.168 19.151 0.079 -0.058 0.227
Si 0.168 8.295 19.104 -0.127 0.108 0.05
Si 2.782 5.029 19.122 -0.293 0.174 0.268
Si 0.25 13.646 19.299 0.032 -0.085 0.283
Si 3.012 10.926 19.179 -0.139 -0.011 0.448
Si -0.018 18.968 19.395 -0.282 -0.03 0.268
Si 2.835 16.406 19.354 0.032 0.096 0.116
Si 0.056 24.699 19.207 0.114 -0.011 0.218
Si 2.593 21.853 19.365 -0.024 -0.035 0.151
Si 0.057 29.94 19.157 -0.034 0.121 0.109
Si 2.839 27.323 19.265 0.005 0.125 0.238
Si 0.011 35.514 19.33 -0.057 0.028 0.245
Si 2.861 32.729 19.317 0.059 -0.037 0.228
Si -0.179 40.949 19.252 0.038 -0.147 0.178
Si 2.738 38.325 19.355 0.067 0.007 0.165
Si -0.028 46.31 18.891 0.031 0.045 0.253
Si 2.598 43.685 19.203 -0.124 0.045 0.229
Si 0.141 51.985 19.322 0.056 -0.074 0.195
Si 2.695 49.207 18.836 0.012 -0.105 0.311
Si -0.032 57.442 19.35 0.112 0.14 0.388
Si 2.909 54.642 19.027 -0.04 0.018 0.165
Si -0.064 63.064 19.346 0.118 -0.098 0.172
Si 2.508 60.285 19.112 0.14 -0.013 0.375
Si 5.752 2.579 18.919 -0.013 0.113 0.181
Si 8.187 -0.132 18.947 -0.326 -0.013 0.251
Si 5.319 7.948 19.252 0.012 -0.056 0.223
Si 8.34 5.368 19.193 -0.093 -0.02 0.202
Si 5.693 13.736 18.953 0.219 -0.046 0.464
Si 8.094 10.772 19.089 0.142 -0.012 0.218
Si 5.399 19.153 19.129 -0.084 -0.061 0.085
Si 8.225 16.377 19.028 -0.062 -0.131 0.353
Si 5.497 24.529 19.345 -0.034 0.062 0.192
Si 8.209 21.82 19.456 0.086 0.043 0.311
Si 5.456 30.027 19.186 -0.174 -0.095 0.322
Si 8.267 27.394 19.445 -0.044 0.092 0.184
Si 5.575 35.449 19.376 0.139 -0.06 0.168
Si 8.206 32.795 19.148 0.114 0.079 0.315
Si 5.584 40.843 19.366 -0.134 0.031 0.092
Si 8.359 38.19 19.182 -0.053 0.104 0.234
Si 5.307 46.627 19.127 0.107 0.148 0.193
Si 8.093 43.71 19.368 0.031 -0.098 0.098
Si 5.461 51.973 18.759 0.042 0.099 0.25
Si 7.888 49.266 19.023 -0.027 0.029 0.278
Si 5.657 57.562 18.864 0.012 -0.017 0.12
Si 8.204 54.73 19.215 -0.099 -0.005 0.303
Si 5.249 62.936 18.911 -0.064 -0.019 0.305
Si 8.248 60.355 19.325 0.045 -0.155 0.099
Si 11.049 2.863 18.989 0.191 0.058 0.217
Si 13.525 0.212 19.056 0.019 0.05 0.294
Si 11.01 8.191 19.334 0.033 0.15 0.18
Si 13.643 5.577 19.267 0.029 -0.008 0.184
Si 10.776 13.664 18.956 0.306 -0.277 0.297
Si 13.79 11.013 19.151 0.048 -0.082 0.168
Si 10.906 18.961 19.358 -0.036 0.058 0.283
Si 13.707 16.015 19.181 -0.041 -0.045 0.137
Si 10.947 24.549 19.243 0.051 -0.002 0.262
Si 13.686 21.91 19.176 0.06 -0.029 0.268
Si 10.843 30.095 19.187 0.043 -0.014 0.083
Si 13.538 27.27 19.401 0.027 -0.088 0.212
Si 10.927 35.345 19.423 -0.117 0.032 0.329
Si 13.612 32.824 19.297 0.112 -0.06 0.145
Si 10.884 41.027 19.272 -0.152 0.064 0.186
Si 13.623 38.146 19.41 0.081 -0.078 0.147
Si 10.768 46.628 19.054 0.139 -0.031 0.129
Si 13.571 43.906 19.185 0.165 0.085 0.263
Si 10.869 51.807 19.147 -0.107 0.254 0.166
Si 13.783 49.187 19.089 -0.022 0.039 0.092
Si 10.901 57.504 19.153 0.091 -0.02 0.203
Si 13.836 54.695 19.23 -0.061 0.012 0.474
Si 11.099 63.023 19.369 -0.04 0.291 0.15
Si 13.656 60.231 19.184 0.057 -0.073 0.201
Si 1.393 3.688 20.714 -0.475 -0.001 -0.466
Si 4.589 1.234 20.419 0.037 0.158 0.134
Si 1.326 9.898 20.52 0.202 -0.099 -0.2
Si 3.644 6.59 20.572 0.194 -0.391 -0.42
Si 2.097 14.545 20.634 -0.189 0.3 0.13
Si 4.515 12.422 20.399 -0.057 0.058 -0.239
Si 1.354 20.31 20.818 0.152 -0.106 0.017
Si 3.756 18.241 20.595 0.177 -0.284 -0.054
Si 1.71 25.76 20.603 -0.136 0.07 0.205
Si 3.818 23.406 20.666 0.025 -0.007 0.279
Si 1.587 31.108 20.482 0.014 -0.02 0.295
Si 3.873 29.001 20.641 0.066 -0.084 0.03
Si 1.294 37.02 20.677 -0.008 -0.029 0.002
Si 4.626 33.676 20.711 0.214 -0.198 -0.015
Si 0.813 42.667 20.508 -0.058 0.028 0.064
Si 4.134 39.628 20.819 -0.037 -0.066 -0.283
Si 1.529 47.56 20.039 0.027 0.04 0.185
Si 3.684 45.466 20.321 -0.084 -0.012 0.463
Si 2.062 53 20.532 0.141 -0.079 0.009
Si 4.058 50.659 20.041 -0.168 -0.156 0.479
Si 0.935 59.221 20.619 0.085 0 -0.369
Si 4.235 56.272 20.107 -0.035 0.157 0.276
Si 1.688 64.247 20.557 0.145 -0.121 -0.068
Si 3.681 61.88 20.376 -0.019 -0.179 -0.132
Si 7.483 3.45 20.3 0.119 0.082 0.319
Si 9.632 1.352 19.996 -0.092 -0.126 0.793
Si 7.076 9.019 20.414 0.024 0.095 0.114
Si 9.447 6.899 20.664 -0.104 -0.03 0.039
Si 7.242 14.766 20.433 -0.175 0.174 -0.141
Si 9.268 12.432 20.255 -0.23 -0.035 0.128
Si 6.995 20.079 20.577 -0.069 0.023 0.16
Si 9.227 17.751 20.64 -0.012 -0.007 0.006
Si 7.169 25.651 20.636 -0.07 0.031 0.111
Si 9.465 23.467 20.734 -0.068 -0.123 -0.021
Si 6.85 31.413 20.42 -0.118 -0.003 -0.027
Si 9.234 29.264 20.75 -0.143 0.017 -0.175
Si 7.317 36.605 20.565 -0.091 -0.069 -0.002
Si 9.255 34.149 20.791 0.015 -0.171 -0.08
Si 7.091 41.974 20.813 -0.053 0.106 0.197
Si 9.378 39.784 20.649 0.25 -0.137 -0.033
Si 6.149 48.442 20.495 0.054 -0.014 0.283
Si 9.712 45.028 20.469 0.061 0.021 0.327
Si 6.837 53.061 20.304 0.161 0.03 0.053
Si 8.975 50.813 20.378 -0.077 0.071 -0.315
Si 7.145 58.545 20.426 0.083 0.067 0.133
Si 9.435 56.332 20.59 -0.099 0.106 -0.098
Si 6.419 64.411 20.224 0.219 -0.091 0
Si 9.714 61.722 20.77 -0.014 -0.073 -0.122
Si 12.458 3.961 20.659 -0.025 -0.083 0.141
Si 14.661 1.816 20.309 0.021 -0.038 -0.095
Si 12.706 9.451 20.539 0.034 -0.117 -0.073
Si 14.897 7.279 20.395 0.012 0.106 0.021
Si 12.356 14.396 20.514 -0.753 0.208 -0.198
Si 15.384 12.101 20.597 0.138 0.16 0.02
Si 12.543 20.283 20.451 0.082 0.091 -0.035
Si 14.564 17.744 20.555 0.201 0.025 -0.023
Si 12.463 25.511 20.791 0.014 -0.067 0.057
Si 14.903 23.514 20.45 0.001 -0.048 0.059
Si 12.528 31.084 20.502 -0.088 0.066 0.181
Si 14.852 28.874 20.509 -0.031 0.012 0.19
Si 12.427 36.558 20.809 0.114 0.048 -0.008
Si 14.717 34.448 20.626 -0.002 -0.002 -0.008
Si 11.916 42.813 20.426 0.077 -0.007 0.291
Si 15.362 39.145 20.689 -0.127 0.334 0.125
Si 12.042 48.209 20.306 0.216 -0.235 0.151
Si 15.197 45.079 20.558 -0.153 0.173 0.067
Si 12.629 52.968 20.271 -0.04 -0.179 -0.015
Si 14.841 50.769 20.546 -0.06 0.264 -0.113
Si 12.519 58.602 20.499 -0.105 0 -0.191
Si 14.834 56.366 20.933 0.15 -0.104 -0.141
Si 11.937 65.044 20.621 -0.093 -0.099 -0.051
Si 15.097 61.426 20.624 -0.091 0.043 -0.025
Si 0.613 1.001 22.142 -0.114 0.035 0.046
Si 2.568 6.49 30.009 -0.01 0.035 -0.443
Si 0.931 6.376 22.106 0.118 -0.031 0.24
Si 2.674 10.582 23.158 -0.257 0.045 0.448
Si 1.761 13.675 23.45 0.133 -0.023 0.404
Si 1.623 11.202 27.397 -0.111 -0.265 0.093
Si -0.597 15.831 27.564 0.048 -0.118 -0.147
Si 1.54 23.835 24.709 0.023 0.14 0.15
Si 1.406 26.838 23.541 0.036 -0.156 0.352
Si 4.287 28.225 23.653 -0.171 0.156 0.278
Si 0.245 32.964 22.583 -0.122 -0.191 0.093
Si 2.662 35.049 22.749 -0.001 0.114 0.162
Si -3.35 42.324 23.297 -0.063 0.098 0.429
Si 2.548 41.683 22.642 -0.021 -0.119 0.477
Si -1.716 46.627 23.414 -0.086 -0.302 0.416
Si -0.025 48.953 22.38 0.163 -0.035 0.159
Si 2.495 54.75 23.174 0.03 -0.095 0.273
Si 2.79 57.763 22.262 0.061 -0.023 0.015
Si -1.214 62.003 25.983 -0.063 -0.016 -0.112
Si 2.79 65.592 27.441 0.013 0.057 -0.066
Si 7.204 0.336 24.099 -0.06 -0.12 0.32
Si 5.777 2.854 22.656 0.016 -0.141 0.188
Si 4.854 5.552 23.255 -0.081 0.224 0.588
Si 7.14 7.063 24.706 0.1 0.149 0.291
Si 7.849 9.993 24.843 0.102 -0.156 0.266
Si 7.718 16.424 22.882 0.056 -0.18 0.019
Si 5.618 18.713 22.827 -0.046 0.161 0.228
Si 5.221 20.409 25.217 0.051 -0.049 0.263
Si 7.645 25.013 25.953 -0.043 -0.198 0.047
Si 6.205 25.855 23.57 0.05 -0.139 0.257
Si 4.496 23.081 23.623 -0.071 0.048 0.431
Si 2.986 32.467 27.311 0.163 -0.035 -0.083
Si 6.199 35.733 24.907 0.167 -0.065 0.32
Si 5.846 37.967 22.874 0.054 0.106 0.399
Si 8.955 37.379 25.474 -0.01 0.135 0.333
Si 3.977 44.457 23.129 0.079 0.246 0.402
Si 6.811 47.951 23.582 -0.217 0.101 0.399
Si 5.432 54.641 22.492 -0.126 0.022 0.114
Si 7.684 55.815 24.38 -0.002 0.02 0.5
Si 9.003 58.521 24.444 -0.263 0.032 0.355
Si 5.006 59.802 22.485 0.076 0.176 0.002
Si 3.578 61.837 27.888 -0.061 -0.052 -0.17
Si 13.048 -0.602 23.656 -0.097 0.217 0.318
Si 15.394 1.462 24.597 -0.125 0.23 0.266
Si 10.855 5.359 23.133 -0.023 -0.055 0.192
Si 10.441 6.279 27.989 -0.042 0.047 -0.103
Si 13.237 16.13 22.703 0.063 0.134 0.256
Si 11.795 16.184 25.362 -0.172 -0.098 0.316
Si 12.988 21.401 23.382 -0.016 0.049 0.256
Si 11.342 23.973 23.118 -0.119 0.039 0.168
Si 16.052 21.934 22.967 0.007 0.089 0.212
Si 12.228 32.648 25.327 0.135 0.099 0.169
Si 14.723 30.567 27.397 0.202 0.043 0.041
Si 11 35.455 30.09 0.07 0.341 -0.387
Si 13.772 44.417 25.2 0.029 -0.06 0.276
Si 12.348 39.963 24.898 0.078 0.199 0.241
Si 9.208 45.964 23.399 -0.04 -0.102 0.407
Si 10.738 50.028 22.337 0.086 -0.139 0.462
Si 6.821 50.6 25.334 -0.024 0.009 0.133
Si 11.458 54.826 22.596 -0.101 -0.181 0.012
Si 6.292 55.79 28.307 0.135 0.068 -0.152
Si 13.124 56.659 26.831 -0.095 -0.031 0.017
Si 11.287 59.935 22.939 -0.021 -0.081 0.279
Si 13.624 61.945 23.482 0.102 -0.096 0.267
Si 2.062 16.961 28.305 0.052 -0.055 -0.075
Si 5.146 25.676 27.178 -0.225 -0.131 0.008
Si 2.366 24.657 27.478 0.059 0.028 -0.087
Si 5.161 28.415 27.919 0.039 0.241 -0.153
Si 4.851 30.641 25.731 -0.021 0.087 0.22
Si 7.055 32.998 25.294 -0.313 -0.052 0.284
Si 2.447 38.53 29.473 0.005 -0.059 -0.248
Si 4.589 36.472 29.831 -0.161 0.233 -0.489
Si 1.363 40.224 25.013 -0.24 -0.014 0.504
Si 6.696 47.25 28.984 0.084 -0.035 -0.17
Si 2.342 46.408 29.771 0.17 -0.222 -0.294
Si 2.086 49.778 24.293 0.161 -0.071 0.426
Si 2.54 53.242 29.574 0.003 -0.049 -0.317
Si 0.124 54.133 25.222 -0.121 -0.101 0.261
Si 1.278 55.173 27.779 -0.018 0.055 -0.083
Si 5.784 60.443 26.773 0.109 -0.018 -0.032
Si 0.832 63.362 27.239 0.073 0.053 -0.045
Si 3.844 68.212 26.594 0.086 0.148 -0.024
Si 8.909 1.855 26.249 0.1 0.06 0.088
Si 12.461 6.23 25.506 0.235 -0.099 0.272
Si 5.815 10.82 22.654 0.244 0.122 0.303
Si 11.525 11.769 22.168 -0.059 0.091 0.016
Si 7.294 15.269 28.561 -0.163 0.133 -0.095
Si 8.553 16.122 25.729 0.053 0.096 0.287
Si 3.557 19.653 27.836 -0.024 0.075 0
Si 8.739 20.054 28.896 -0.076 -0.043 -0.064
Si 3.824 23.054 29.851 -0.055 0.022 -0.218
Si 10.142 23.623 25.98 -0.077 -0.229 0.05
Si 9.621 25.69 28.112 -0.056 -0.144 -0.172
Si 11.077 30.018 22.959 0.216 0.163 0.254
Si 3.394 35.29 25.892 0.116 -0.036 0.474
Si 10.658 38.013 23.066 0.057 0.192 0.214
Si 6.028 42.508 23.873 0.216 0.051 0.579
Si 8.429 43.703 25.332 0.015 0.05 0.165
Si 3.872 47.067 24.616 0.02 0.147 0.178
Si 11.024 52.412 24.295 -0.055 -0.173 0.568
Si 3.844 51.536 25.827 0.103 0.006 0.171
Si 11.487 54.989 28.601 0.017 -0.017 -0.167
Si 7.049 57.819 26.359 -0.106 0.101 0.248
Si 5.083 60.279 29.603 0.125 -0.113 -0.033
Si 11.617 10.594 27.806 -0.057 0.026 0.052
Si 9.096 4.758 25.558 -0.192 -0.001 0.314
Si 14.76 4.32 25.338 0.004 0.003 0.175
Si 10.986 10.927 24.975 -0.17 -0.306 0.377
Si 15.082 13.558 23.442 0.107 -0.112 0.314
Si 10.862 20.572 25.592 -0.201 0.013 0.052
Si 15.423 22.798 29.206 -0.047 0.081 -0.179
Si 13.809 26.66 29.476 0.104 -0.229 -0.337
Si 15.348 28.597 23.614 0.048 0.043 0.329
Si 13.03 28.689 25.242 0.176 -0.167 0.271
Si 15.126 31.653 24.744 -0.13 -0.057 0.206
Si 11.507 40.302 27.987 -0.034 0.239 -0.131
Si 11.806 47.468 23.214 0.129 -0.276 0.335
Si 16.242 46.474 28.189 0.05 0.023 -0.206
Si 12.309 48.6 27.639 -0.068 -0.056 -0.054
Si 8.389 52.995 25.635 -0.063 0.012 0.047
Si 14.211 55.808 23.918 -0.046 -0.217 0.464
Si 12.651 52.107 28.895 -0.068 0.05 -0.24
Si 12.661 59.036 28.528 -0.178 -0.011 -0.244
Si 7.925 63.418 22.555 -0.2 -0.013 0.42
Si 15.694 68.088 27.419 -0.06 0.087 0.037
Si 3.012 5.239 25.498 -0.099 0.06 0.171
Si 1.023 -0.22 31.544 0.003 0.302 -0.27
Si -2.965 11.777 30.135 0.011 -0.11 -0.238
Si 0.396 6.628 25.057 -0.146 -0.088 0.597
Si 3.142 13.138 25.952 -0.008 -0.035 0.195
Si 2.568 12.2 30.216 -0.027 0.179 -0.241
Si -0.554 18.035 29.434 0.135 0.144 -0.427
Si 1.696 21.169 29.896 0.136 0.24 -0.452
Si -4.711 28.036 27.75 0.03 -0.215 -0.084
Si 5.575 28.307 30.74 -0.005 0 -0.472
Si -0.346 39.23 29.346 0.249 -0.21 -0.554
Si 3.4 33.692 32.396 0.065 0.226 -0.439
Si -1.474 40.227 23.612 -0.012 0.072 0.43
Si 2.961 38.258 26.443 -0.065 -0.059 0.217
Si -1.075 43.791 27.538 -0.09 -0.071 -0.161
Si 4.386 46.523 27.609 0.01 -0.053 -0.258
Si 4.339 50.108 32.316 0.185 -0.218 -0.13
Si -2.304 56.061 29.556 -0.076 -0.181 -0.174
Si 1.355 57.963 29.086 0.034 -0.084 -0.154
Si -4.386 61.884 29.209 0.053 0.077 -0.284
Si 4.146 57.485 29.863 0.1 0.127 -0.333
Si 4.231 5.064 28.06 0.114 0.006 0.041
Si 11.506 0.447 26.017 -0.147 0.082 0.022
Si 5.432 7.275 29.418 0.03 -0.062 -0.191
Si 8.872 17.219 29.863 0.002 0.226 -0.149
Si 4.062 14.565 28.689 -0.022 -0.128 -0.056
Si 5.811 20.682 29.621 0.004 0.035 -0.353
Si 13.91 14.081 25.96 0.071 -0.004 0.136
Si 5.539 25.249 30.344 -0.061 0.081 -0.318
Si 8.189 19.294 25.903 -0.038 0.094 0.043
Si 11.881 31.02 27.733 -0.075 -0.04 0.107
Si 7.221 37.163 29.056 -0.076 0.012 -0.426
Si 8.182 34.197 27.976 -0.092 0.137 -0.238
Si 5.483 39.815 25.177 -0.095 0.021 0.477
Si 7.83 39.602 27.092 -0.012 0.227 0.031
Si 3.056 50.45 28.622 0.18 0.03 -0.225
Si 8.7 45.121 27.765 -0.103 0.121 -0.001
Si 4.041 54.285 27.264 -0.006 -0.053 -0.055
Si 7.926 51.327 27.945 0.048 -0.027 -0.174
Si 4.921 62.952 30.177 0.16 -0.249 -0.168
Si 10.433 50.002 29.357 -0.027 -0.038 -0.376
Si 5.425 65.706 26.304 0.089 -0.002 -0.02
Si 7.089 60.961 24.308 0.105 -0.103 0.358
Si 13.319 0.959 28.102 0.098 0.088 0.043
Si 13.016 9.011 25.92 0.161 -0.063 -0.01
Si 13.915 7.583 31.657 -0.015 -0.006 -0.318
Si 13.789 14.251 28.704 -0.03 -0.043 0.085
Si 9.734 9.03 29.394 0 -0.024 -0.321
Si 12.465 18.561 27.263 -0.033 -0.052 -0.057
Si 12.854 23.941 30.019 0.176 -0.196 -0.197
Si 11.212 33.745 27.809 0.007 0.145 -0.109
Si 17.358 30.808 29.157 0.045 -0.021 -0.534
Si 9.734 32.522 23.635 -0.04 0.155 0.236
Si 9.394 42.304 27.668 -0.009 -0.008 -0.133
Si 13.28 38.475 29.21 0.071 0.027 -0.435
Si 11.764 45.581 27.352 0.009 0.005 0.014
Si 13.207 50.963 26.022 -0.076 -0.113 0.237
Si 14.586 48.264 29.753 -0.11 0.036 -0.186
Si 8.672 55 29.921 0.087 -0.062 -0.477
Si 14.719 53.449 30.763 -0.018 0.042 -0.462
Si 10.375 64.325 28.488 -0.025 0.101 -0.058
Si 14.366 63.577 28.155 -0.077 0.196 -0.046
Si -0.037 8.316 29.809 0.008 0.011 -0.39
Si 3.315 0.836 30.318 0.039 -0.003 -0.305
Si 1.346 4.494 31.97 -0.078 -0.119 -0.435
Si 6.085 8.743 26.76 -0.045 -0.014 0.112
Si -0.618 9.096 26.886 0.082 0.001 0.085
Si 3.613 10.28 25.787 0.214 -0.142 0.393
Si -2.241 20.367 28.493 0.03 0.188 -0.28
Si 1.188 19.996 32.545 0.136 0.202 -0.171
Si 1.384 26.285 31.857 -0.009 -0.112 -0.074
Si 1.337 31.407 32.281 -0.008 0.06 -0.097
Si 2.904 28.419 29.913 0.179 0.064 -0.366
Si -0.71 39.834 32.367 0.141 -0.253 -0.377
Si 4.488 33.608 29.61 0.093 0.036 -0.565
Si 1.146 41.629 27.793 -0.002 -0.041 -0.021
Si 2.97 41.451 30.153 0.16 -0.222 -0.386
Si 1.993 48.128 32.262 -0.044 -0.198 -0.054
Si -0.203 51.005 25.955 -0.059 0.016 0.165
Si 1.016 53.518 32.132 0.024 -0.065 -0.326
Si 4.873 45.181 29.873 -0.062 -0.043 -0.113
Si -0.721 59.924 28.393 0.049 -0.032 -0.241
Si 4.371 56.555 32.495 -0.358 0.148 -0.241
Si 0.982 67.973 29.942 0.063 0.024 -0.147
Si 2.112 62.775 31.557 0.012 -0.105 -0.34
Si 7.121 8.744 31.157 0.114 -0.249 -0.18
Si 9.716 1.831 32.421 0.087 -0.041 -0.317
Si 4.495 10.18 31.816 -0.189 0.038 -0.205
Si 8.8 14.777 31.226 -0.014 0.307 -0.37
Si 6.897 20.615 32.41 -0.101 -0.125 -0.062
Si 11.675 15.187 32.074 -0.067 0.048 -0.063
Si 8.531 24.673 30.98 -0.126 0.11 -0.366
Si 9.728 21.991 31.936 0.253 -0.028 -0.181
Si 7.048 30.433 32.159 -0.049 0.025 -0.417
Si 7.37 32.705 30.487 -0.04 0.189 -0.631
Si 6.587 36.963 31.931 0.008 0.056 -0.302
Si 9.649 33.684 32.179 0.041 0.022 -0.145
Si 5.723 42.591 31.321 -0.14 0.075 -0.385
Si 8.585 42.448 31.803 0.033 -0.157 -0.299
Si 5.903 50.068 29.656 0.089 -0.06 -0.428
Si 8.895 45.472 32.563 -0.001 -0.186 -0.317
Si 10.48 47.928 31.615 0.014 0.202 -0.226
Si 7.394 56.27 32.373 -0.021 -0.233 -0.202
Si 9.636 53.306 32.186 -0.063 0.128 -0.141
Si 11.327 66.53 30.252 0.211 -0.155 -0.318
Si 6.136 65.682 30.953 -0.039 -0.126 -0.478
Si 11.74 5.465 30.851 0.029 0.019 -0.346
Si 11.746 9.861 31.576 -0.098 0.087 -0.414
Si 12.335 2.831 32.02 0.187 -0.157 -0.441
Si 11.849 16.537 29.371 -0.078 0.025 -0.228
Si 16.446 11.062 31.213 0.078 0.167 -0.471
Si 11.43 21.387 29.687 0.064 -0.043 -0.288
Si 15.323 17.856 32.466 -0.153 -0.008 -0.027
Si 12.721 25.894 32.157 -0.083 -0.101 -0.039
Si 16.552 25.542 29.213 0.024 -0.013 -0.383
Si 10.75 37.543 28.031 -0.029 0.121 -0.142
Si 12.67 37.134 32.029 -0.089 0.129 -0.145
Si 11.601 42.406 31.843 -0.172 0.156 -0.353
Si 13.139 44.179 29.802 0.099 0.215 -0.574
Si 13.167 46.701 31.621 0.116 -0.018 -0.384
Si 17.703 42.227 32.51 0.365 0.044 -0.257
Si 12.526 52.893 32.652 -0.129 0.073 -0.248
Si 16.749 49.339 28.351 -0.086 0.04 -0.244
Si 12.523 61.018 32.1 -0.144 0.183 -0.066
Si 13.229 58.258 31.253 -0.049 -0.21 -0.598
Si 7.762 65.827 28.474 0.041 0.07 -0.287
Si 16.991 60.146 31.04 0.045 -0.124 -0.237
O -1.318 1.499 -0.394 0.068 -0.238 0.357
O 0.311 -0.252 -1.324 0.196 -0.042 0.006
O 2.3 3.43 -1.504 0.032 0.122 0.211
O 1.292 4.268 0.723 0.3 -0.185 -0.162
O -3.367 6.449 -3.419 0.12 0.165 0.064
O 0.173 5.206 -1.445 -0.183 0.02 0.372
O 3.614 8.987 -1.734 -0.173 -0.179 -0.025
O 5.511 5.765 -5.527 -0.087 -0.061 -0.029
O -0.085 10.665 -1.512 0.036 -0.091 0.391
O -0.826 8.435 -5.932 -0.039 0.146 -0.004
O 3.618 12.892 -0.424 0.086 -0.437 0.616
O 1.212 12.252 -3.127 -0.032 -0.147 0.331
O 1.531 14.901 -0.46 -0.133 0.23 0.489
O -2.502 18.412 -1.215 0.061 -0.111 0.118
O 2.61 19.477 -1.172 -0.052 0.001 -0.297
O 1.349 19.981 -3.378 -0.19 -0.23 0.316
O -1.246 23.158 -0.545 0.151 -0.058 0.498
O 0.736 21.457 -1.173 0.103 0.008 -0.049
O 2.284 25.368 -1.417 0.268 -0.336 0.083
O 4.016 23.402 -0.559 0.282 -0.416 0.355
O 0.33 27.145 -1.523 -0.107 0.263 0.058
O -1.558 28.895 -0.542 0.116 -0.28 0.068
O 0.929 31.443 -3.626 -0.085 -0.066 0.435
O 2.058 30.01 -1.493 -0.012 0.1 -0.173
O -1.308 34.142 -0.664 -0.077 -0.15 0.468
O -0.012 31.851 -1.21 0.058 -0.326 0.097
O 1.521 36.881 -0.231 -0.009 -0.012 0.066
O 2.847 35.153 -1.471 0.228 -0.16 0.046
O -2.063 39.802 -1.042 0.055 -0.141 0.207
O 1.877 42.326 -3.315 -0.185 0.245 0.181
O 0.111 38.528 -1.441 -0.227 0.175 0.12
O 2.534 41.669 -0.911 0.076 0.181 -0.002
O -1.226 45.151 -0.475 -0.046 -0.296 0.454
O 0.743 43.668 -1.289 -0.11 -0.223 0.392
O 2.683 47.067 -1.028 0.198 0.171 -0.119
O 1.882 49.373 -5.502 0.134 0.062 0.301
O 1.638 47.35 -3.428 -0.059 -0.01 0.429
O 0.636 48.681 -1.329 0.144 -0.099 -0.016
O 3.933 51.472 -1.204 0.039 0.113 0.294
O 1.541 52.569 -0.952 0.238 0.055 0.164
O -0.287 52.855 -2.946 0.119 -0.312 0.274
O 0.515 54.894 -1.468 -0.172 -0.034 0.068
O 1.475 58.728 -0.375 -0.184 0.253 0.042
O 3.762 57.555 -0.704 0.291 -0.011 -0.221
O -0.118 60.147 -1.782 -0.073 -0.095 0.587
O -4.245 58.373 -4.338 -0.082 0.095 0.161
O 0.997 63.855 -3.296 -0.172 -0.147 0.022
O 2.242 62.911 -1.136 -0.206 0.176 0.123
O 4.9 1.011 -3.818 0.125 -0.042 0.153
O 6.184 0.192 -1.737 -0.147 -0.081 0.309
O 8.292 2.55 -1.562 -0.027 -0.106 -0.212
O 6.565 4.453 -0.659 0.114 -0.253 0.505
O 6.603 7.296 -3.746 0.039 0.076 0.311
O 4.541 6.718 -0.621 -0.452 0.244 -0.15
O 7.554 8.669 -1.576 0.047 0.152 0.324
O 9.402 7.068 -0.585 0.314 -0.242 0.054
O 5.208 11.14 -1.386 0.129 0.142 0.125
O 1.797 11.847 -5.465 0.042 -0.016 0.02
O 8.015 14.119 -1.802 0.101 -0.257 0.329
O 8.135 14.393 -4.58 0.054 -0.231 0.174
O 4.31 17.589 -0.377 -0.137 0.223 0.435
O 6.297 15.577 -0.507 0.354 -0.073 0.412
O 9.408 18.033 -0.409 0.172 -0.09 0.617
O 7.119 19.406 -0.832 0.06 0.035 0.189
O 6.056 21.84 -1.237 0.142 -0.102 -0.227
O 8.59 25.285 -1.795 0.079 -0.104 0.464
O 9.299 23.253 -3.287 -0.004 -0.098 0.096
O 6.507 26.361 -0.507 -0.205 -0.037 -0.013
O 4.187 28.408 -0.534 0.198 -0.172 0.095
O 7.143 31.108 -3.638 -0.119 -0.447 0.113
O 8.474 30.378 -1.402 -0.071 -0.051 -0.089
O 6.044 31.228 -1.139 0.045 0.105 0.224
O 4.84 33.536 -1.169 0.085 0.174 -0.027
O 7.346 36.021 -1.305 0.154 -0.212 0.296
O 9.573 34.69 -0.845 0.161 0.089 0.011
O 6.046 38.263 -1.546 0.116 -0.078 0.257
O 4.123 39.619 -0.464 -0.123 0.091 0.308
O 8.684 44.083 -2.556 0.119 0.075 0.12
O 8.262 41.839 -1.029 0.159 -0.039 0.203
O 5.545 42.903 -1.381 0.102 0.157 0.54
O 4.14 44.967 -0.379 -0.182 0.105 0.067
O 7.51 45.951 -1.069 0.078 -0.021 0.115
O 7.031 48.072 0.213 0.082 -0.141 0.275
O 5.059 49.091 -0.973 -0.011 -0.012 0.104
O 3.35 45.315 -3.82 0.066 -0.106 0.185
O 9.528 50.391 -0.061 0.015 -0.063 -0.08
O 10.895 48.489 -1.226 0.309 0.013 0.322
O 8.557 52.349 -1.346 -0.276 -0.135 0.071
O 4.378 55.066 -1.136 0.002 -0.297 0.327
O 8.239 57.354 -1.058 -0.015 -0.148 0.088
O 7.033 54.846 -1.127 -0.006 -0.15 0.19
O 6.467 59.247 -0.282 0.273 -0.482 0.347
O 4.337 61.249 -0.38 -0.189 0.379 0.275
O 7.385 66.19 -4.28 -0.063 0.233 0.232
O 7.257 63.872 -0.463 -0.278 0.466 0.103
O 9.939 1.591 -3.511 -0.326 -0.063 0.466
O 9.945 0.423 -1.066 -0.209 -0.107 0.211
O 13.525 3.268 -1.293 -0.038 0.198 0.386
O 10.932 2.838 -1.421 -0.199 0.252 0.215
O 15.404 3.932 -7.516 0.21 0.044 -0.111
O 12.517 9.483 -0.007 0.133 0.077 0.009
O 14.185 7.34 -1.049 0.025 0.057 0.597
O 10.71 10.247 -1.522 -0.111 0.163 0.375
O 13.419 13.399 -4.287 0.087 -0.04 0.151
O 12.832 14.25 -1.516 0.134 0.018 0.312
O 14.747 12.509 -0.637 0.273 -0.173 0.178
O 11.145 16.159 -1.058 0.209 0.038 0.098
O 12.255 16.212 -3.388 0.012 0.032 0.238
O 12.255 20.475 -0.504 -0.136 0.242 0.52
O 15.858 16.453 -1.205 -0.222 0.067 0.029
O 11.015 21.234 -3.052 -0.314 0.117 0.277
O 10.272 22.409 -0.898 -0.182 -0.068 0.196
O 13.805 25.304 -1.111 -0.116 0.118 -0.037
O 12.145 24.573 -2.951 -0.144 0.147 0.263
O 11.574 26.697 -1.331 -0.136 -0.013 0.033
O 9.873 28.507 -0.534 -0.334 0.144 0.183
O 12.672 30.996 -0.629 -0.107 0.278 0.182
O 10.781 32.585 -1.677 -0.086 -0.174 -0.082
O 9.959 34.432 -3.538 -0.266 -0.09 0.109
O 13.786 36.42 -1.325 -0.026 -0.021 -0.116
O 11.601 37.971 -1.372 -0.168 0.133 0.248
O 9.646 39.591 -0.585 0.003 0.228 0.605
O 12.487 42.887 -3.747 -0.318 -0.087 0.387
O 12.357 41.257 -1.585 0.341 -0.063 0.407
O 11.506 43.637 -1.398 -0.15 0.208 0.216
O 9.856 45.225 -0.415 -0.118 -0.13 0.359
O 13.561 45.259 -3.35 -0.11 0.194 0.398
O 13.099 46.622 -1.073 0.094 -0.161 0.224
O 11.761 47.177 -3.356 -0.093 -0.181 0.156
O 13.276 51.486 -1.369 0.092 0.224 0.06
O 15.256 50.324 -0.364 -0.237 0.224 0.231
O 12.211 53.567 -0.195 0.158 0.038 -0.014
O 10.012 54.661 -1.224 0.051 -0.096 0.277
O 14.931 56.178 -0.471 0.063 0.013 0.013
O 12.863 57.575 -1.603 0.339 -0.009 0.63
O 11.349 60.364 -1.256 -0.256 0.06 -0.072
O 9.254 61.867 -0.454 0.282 -0.181 0.321
O 13.369 62.163 -1.379 0.192 0.309 0.254
O 12.007 64.327 -0.628 -0.015 -0.124 0.351
O 1.106 4.739 21.971 0.044 -0.016 0.123
O 0.999 7.003 23.604 0.001 -0.029 -0.634
O 4.527 2.201 21.799 -0.346 0.063 -0.139
O 4.449 3.468 27.838 -0.183 -0.164 0.05
O 2.156 7.06 21.226 0.196 0.156 -0.121
O 1.702 12.448 26.343 0.113 0.34 0.035
O 4.566 5.787 21.68 0.071 0.123 -0.233
O 1.95 9.648 22.052 0.081 -0.01 -0.22
O 1.794 14.796 22.256 0 -0.033 -0.545
O 0.212 13.759 23.938 -0.016 0.129 0.006
O 4.298 10.444 23.081 0.018 -0.31 0.083
O 5.577 12.128 21.683 -0.146 0.271 -0.439
O 2.607 19.281 21.236 0.261 -0.186 -0.421
O 0.642 20.809 22.263 0.25 0.017 -0.408
O 4.129 20.302 26.444 -0.126 0.076 -0.151
O 4.619 17.782 21.928 -0.174 0.153 -0.117
O 1.193 26.596 21.94 0.027 -0.175 -0.473
O 2.741 24.583 21.212 -0.001 0.106 -0.526
O 4.383 22.649 22.046 -0.161 -0.113 -0.41
O 2.709 30.074 21.162 -0.054 0.045 -0.443
O 0.693 31.623 21.777 -0.118 -0.008 -0.153
O 5.327 27.088 24.154 0.158 -0.188 -0.131
O 4.545 28.507 22.068 0.027 -0.017 -0.306
O 2.136 36.413 21.99 -0.007 0.206 -0.057
O 0.146 38.1 21.227 0.068 0.065 -0.467
O 2.929 35.266 24.336 0.068 0.109 -0.568
O 4.002 34.416 22.055 0.228 0.045 0.151
O -0.154 43.908 21.073 -0.007 -0.423 -0.434
O 1.11 41.815 21.903 0.017 0.134 -0.011
O 3.581 40.995 21.582 0.187 0.135 0.047
O 4.59 38.532 21.995 -0.004 0.3 -0.157
O 0.373 48.25 20.983 -0.076 -0.152 -0.125
O -1.14 50.093 22.009 -0.102 0.105 -0.119
O 4.495 44.837 21.633 0.157 0.109 -0.429
O 2.574 46.593 20.932 -0.046 -0.083 -0.532
O 1.864 53.936 21.896 -0.025 -0.169 -0.111
O -1.264 54.534 24.437 -0.069 0.196 0.008
O 3.112 51.735 20.946 -0.178 0.343 -0.282
O 2.981 50.984 27.09 -0.219 0.011 -0.096
O -0.192 60.326 21.142 0.187 -0.17 -0.346
O 1.474 58.708 22.103 0.056 0.133 -0.071
O 5.052 55.849 21.48 0.134 0.191 -0.247
O 3.163 57.41 20.701 -0.052 0.061 -0.11
O 2.741 63.061 21.111 -0.18 0.153 -0.329
O 1.27 65.141 21.901 -0.128 0.124 0.159
O 4.314 60.948 21.568 0.179 0.041 0.178
O 6.72 63.35 21.471 0.085 -0.235 -0.27
O 6.748 3.79 21.733 -0.201 -0.031 -0.002
O 5.235 4.013 23.676 0.229 -0.108 -0.19
O 10.633 0.411 20.972 0.21 -0.175 -0.559
O 8.646 2.365 20.901 -0.366 0.361 -0.825
O 6.865 10.966 23.931 -0.186 0.241 -0.383
O 6.401 9.601 21.78 -0.102 -0.081 -0.17
O 8.258 8.008 21.025 -0.014 0.182 -0.276
O 9.86 6.218 22.14 -0.209 0.294 -0.127
O 6.861 17.76 23.258 0.107 0.069 0.237
O 6.81 15.506 21.86 -0.095 -0.052 -0.264
O 10.021 11.727 21.537 -0.043 -0.045 -0.104
O 8.296 13.596 20.944 0.015 -0.051 -0.179
O 5.156 21.901 24.55 0.269 0.14 -0.3
O 6.17 20.061 22.037 -0.094 0.168 -0.165
O 8.249 19.053 20.907 -0.044 -0.023 -0.384
O 9.108 16.893 22.095 0.238 0.219 -0.439
O 7.56 25.761 24.5 -0.143 0.033 -0.13
O 6.541 26.246 22.035 0.208 0.171 -0.226
O 10.261 23.138 22.173 -0.205 -0.158 -0.395
O 8.31 24.569 21.191 -0.263 0.07 -0.285
O 5.766 32.499 21.228 -0.134 -0.064 -0.588
O 7.981 30.359 21.196 0.029 -0.227 -0.201
O 10.276 28.899 22.038 -0.355 -0.189 -0.085
O 7.046 37.626 21.845 0.118 0.219 -0.186
O 5.521 36.603 23.707 -0.38 -0.102 -0.246
O 9.514 33.259 22.186 0.012 0.062 -0.383
O 8.23 35.378 21.252 -0.075 0.116 -0.238
O 6.378 42.308 22.29 0.253 0.149 -0.389
O 8.306 40.908 21.231 -0.319 0.195 -0.366
O 9.99 39.052 22.002 0.18 0.001 -0.241
O 9.573 42.822 26.117 0.223 0.021 0
O 6.731 47.955 21.961 -0.015 0.087 -0.344
O 5.033 49.634 20.964 0.025 -0.165 -0.479
O 8.07 46.986 23.979 -0.04 0.176 -0.025
O 9.072 45.827 21.783 0.09 0.086 -0.483
O 6.8 55.108 23.233 0.021 0.115 -0.189
O 5.844 53.342 21.608 -0.178 -0.285 -0.322
O 9.218 49.903 21.766 -0.078 -0.132 -0.071
O 7.979 52.024 20.918 0.029 -0.221 -0.388
O 6.217 59.078 21.674 0.252 -0.19 0.106
O 8.262 57.457 21.072 0.164 -0.153 -0.441
O 8.546 58.436 26.039 -0.07 -0.224 -0.107
O 6.635 56.679 25.276 0.079 0.029 -0.387
O 6.967 61.191 25.93 0.058 0.115 -0.111
O 5.531 65.598 20.963 -0.207 0.161 -0.339
O 10.267 60.57 21.832 -0.351 -0.034 -0.202
O 9.277 63.003 21.754 0.041 -0.119 -0.207
O 13.592 2.826 21.129 0.232 -0.108 -0.49
O 11.778 4.444 22.118 0.183 -0.125 -0.273
O 15.541 1.009 21.445 -0.089 -0.356 0.118
O 16.775 1.249 23.742 0.25 -0.236 -0.295
O 13.836 8.357 21.13 0.089 -0.013 -0.634
O 12.212 10.313 21.866 0.072 0.212 -0.039
O 11.687 6.42 24.074 -0.101 -0.053 -0.348
O 13.473 7.503 25.534 -0.136 -0.025 -0.025
O 12.112 15.608 21.622 0.117 -0.288 -0.186
O 14.3 14.947 23.081 -0.201 0.014 0.029
O 16.459 10.882 20.832 0.031 0.098 -0.099
O 15.028 12.554 22.17 -0.299 -0.143 -0.618
O 12.639 22.997 23.352 0.035 -0.048 -0.12
O 12.406 20.714 22.028 -0.328 -0.089 -0.345
O 13.708 19.13 20.408 0.036 -0.311 0.01
O 14.223 17.318 22.139 -0.003 -0.088 -0.08
O 13.833 24.62 21.05 0.033 -0.151 -0.349
O 10.769 24.303 24.624 -0.086 -0.066 -0.38
O 15.704 22.979 21.778 -0.079 -0.015 -0.262
O 16.832 22.761 24.16 -0.337 -0.281 -0.329
O 15.445 31.587 26.344 -0.203 -0.044 0.064
O 11.866 31.134 22.028 0.108 0.12 -0.152
O 15.237 30.195 23.999 0.141 -0.025 -0.296
O 15.323 28.387 22.01 0.206 -0.147 -0.511
O 10.376 39.133 28.211 -0.131 -0.18 -0.121
O 11.669 37.041 22.219 -0.087 -0.053 -0.165
O 15.338 33.64 21.911 0.016 -0.173 0.181
O 13.661 35.55 21.326 0.05 -0.228 -0.447
O 10.828 43.921 21.056 -0.016 -0.072 -0.632
O 12.671 42.189 21.744 -0.048 -0.277 -0.153
O 14.707 39.622 22.125 -0.295 -0.107 -0.204
O 12.039 41.391 24.173 0.042 0.093 -0.201
O 10.849 51.518 22.951 -0.204 -0.125 -0.411
O 11.644 49.702 20.995 0.158 -0.013 -0.166
O 11.171 48.951 23.474 -0.269 0.377 0.045
O 14.721 45.923 21.924 -0.062 0.021 -0.452
O 8.361 54.575 25.231 0.146 -0.013 0.139
O 11.857 53.75 21.471 -0.064 -0.045 0.028
O 13.717 51.913 21.001 -0.228 0.251 -0.47
O 12.233 58.914 22.1 -0.108 -0.22 -0.285
O 13.591 57.376 20.63 0.038 -0.026 0.224
O 15.084 56.426 22.649 0.358 0.2 -1.189
O 13.778 56.618 25.321 0.121 -0.182 -0.111
O 12.751 65.064 22.06 -0.088 -0.176 -0.206
O 13.369 63.469 23.961 0.034 0.05 0.197
O 14.257 61.917 21.981 0.263 0.228 -0.285
O 14.686 61.348 24.59 -0.064 0.142 0.026
O -0.595 1.372 26.193 0.219 0.028 -0.108
O 1.55 2.176 21.446 0.436 0.215 0.034
O 3.459 5.838 24.061 -0.087 -0.179 -0.259
O -0.594 6.668 21.614 0.29 -0.389 0.008
O -1.953 9.725 26.185 -0.188 0.194 0.083
O -0.862 5.626 24.785 -0.028 0.132 -0.331
O 3.381 13.528 20.854 -0.433 0.169 0.028
O 2.444 9.977 24.672 0.026 0.169 -0.188
O 2.127 12.126 23.017 0.131 0.036 -0.024
O 0.048 7.969 25.914 0.224 -0.244 -0.371
O 2.826 14.079 24.653 -0.159 0.098 -0.26
O -3.884 17.269 26.317 0.23 0.012 -0.091
O 1.066 17.682 29.407 -0.152 0.136 0.034
O 1.513 23.837 26.353 -0.117 -0.04 0.008
O -1.773 21.277 23.527 -0.064 -0.262 -0.159
O 2.806 27.591 23.888 -0.103 -0.185 0.097
O 0.293 27.87 24.148 0.041 0.183 -0.174
O 3.683 27.967 28.518 -0.028 0.055 -0.009
O 3.484 31.477 26.107 -0.139 0.155 0.001
O 1.476 33.981 22.55 0.077 -0.213 -0.012
O -0.138 32.606 24.122 0.144 0.155 -0.161
O 4.2 32.539 28.423 -0.04 0.142 0.308
O 3.206 37.252 30.095 -0.061 -0.284 0.205
O -3.366 43.835 23.859 -0.058 -0.06 -0.25
O -1.816 41.817 23.516 0.222 0.151 -0.312
O 2.461 40.697 23.926 0.255 0.043 -0.507
O 2.939 43.209 23.063 -0.034 -0.062 -0.193
O -0.592 47.828 23.435 0.329 0.09 -0.226
O -4.32 47.194 21.627 -0.211 -0.061 -0.349
O 3.017 51.121 24.472 0.118 -0.088 -0.355
O 1.369 49.673 22.847 0.041 0.121 -0.19
O 0.151 52.551 25.619 0.197 0.167 0.076
O 1.507 54.392 24.411 0.172 -0.024 -0.252
O 3.965 58.645 22.983 -0.196 -0.013 -0.023
O 2.456 56.379 23.043 -0.01 0 -0.136
O 0.207 62.82 25.821 -0.054 0.171 -0.106
O -0.908 60.845 27.081 0.125 0.185 -0.006
O 2.687 67.159 27.029 0.047 0.064 -0.059
O 1.426 64.849 27.012 -0.197 0.079 -0.111
O 6.618 1.655 23.368 0.067 0.136 -0.364
O 6.026 -0.49 24.898 -0.021 0 -0.094
O 7.996 -0.684 23.115 0.189 0.156 -0.272
O 8.372 3.34 25.897 -0.108 0.236 -0.2
O 5.967 6.658 23.673 0.035 -0.176 -0.416
O 7.859 8.459 24.231 0.208 -0.139 -0.33
O 9.389 10.533 24.882 0.057 -0.019 -0.205
O 7.253 9.864 26.397 -0.035 -0.08 -0.089
O 8.044 15.577 24.262 -0.151 0.111 -0.398
O 7.347 20.879 29.091 0.002 0.182 -0.013
O 2.902 18.168 27.558 -0.118 -0.086 -0.081
O 8.944 18.84 29.99 0.032 0.062 0.358
O 4.805 19.265 24.132 0.052 -0.13 -0.224
O 6.771 20.078 25.668 0.04 0.21 -0.218
O 5.401 24.437 23.647 0.194 0.117 0.144
O 3.003 23.595 28.541 0.113 -0.036 0.05
O 8.505 23.628 25.811 0.167 0.087 -0.041
O 6.11 24.647 26.375 0.023 -0.053 -0.131
O 3.006 23.372 24.205 0.288 0.023 0.01
O 8.307 25.932 27.15 -0.21 -0.041 0.061
O 2.792 33.972 26.677 -0.132 -0.051 -0.045
O 6.048 31.698 25.325 0.224 -0.051 -0.027
O 5.023 35.48 26.028 -0.001 0.021 0.099
O 7.56 36.47 25.532 -0.126 0.021 -0.031
O 2.809 36.646 26.585 -0.18 0.069 0.138
O 6.315 39.065 23.987 0.188 -0.328 -0.429
O 8.634 38.964 25.807 -0.101 -0.02 -0.211
O 7.356 42.616 24.804 -0.054 -0.217 -0.268
O 5.236 43.935 24.033 0.087 0.112 -0.022
O 4.728 45.023 28.225 0.144 0.166 0.063
O 7.049 49.436 24.234 0.182 0.094 -0.353
O 5.411 47.382 24.207 0.22 0.072 0
O 5.256 50.748 25.746 -0.09 0.054 -0.15
O 8.782 56.964 23.904 0.038 -0.135 -0.143
O 4.087 54.333 23.394 0.129 -0.253 0.055
O 7.151 57.08 27.798 -0.152 0.148 0.017
O 5.129 56.364 29.258 -0.131 -0.02 0.18
O 8.031 59.702 23.857 0.04 0.148 -0.381
O 5.597 60.611 23.772 -0.382 0.06 -0.299
O 4.032 64.919 26.613 -0.098 -0.146 -0.082
O 8.257 66.397 25.253 0.009 -0.284 -0.141
O 7.68 62.351 23.746 0.27 0.126 -0.118
O 14.309 0.339 24.115 -0.063 -0.16 -0.02
O 11.718 -0.17 24.526 0.237 0.011 -0.054
O 9.436 5.345 27.074 -0.021 -0.256 0.04
O 14.821 3 24.369 0.173 -0.026 -0.069
O 10.186 4.442 24.353 -0.032 -0.248 -0.171
O 13.209 4.784 25.518 -0.158 -0.192 -0.217
O 8.14 5.814 24.805 -0.088 0.004 -0.401
O 12.325 11.352 31.227 -0.221 -0.059 0.051
O 11.348 11.978 23.788 0.026 0.225 -0.408
O 12.383 12.982 21.451 0.35 0.036 -0.151
O 12.46 14.722 25.59 0.06 -0.185 -0.277
O 12.254 16.674 23.88 -0.046 -0.015 -0.187
O 13.799 19.5 27.168 -0.142 0.152 -0.097
O 17.856 25.792 28.247 0.028 0.004 0.263
O 12.125 20.641 24.558 0.288 0.069 -0.258
O 11.736 25.367 22.325 0.073 0.089 -0.5
O 15.9 30.335 28.531 0.116 0.11 -0.014
O 17.654 25.378 24.259 -0.157 0.022 -0.104
O 13.655 32.377 24.585 -0.123 0.096 -0.102
O 11.12 33.143 24.253 -0.001 0.069 -0.267
O 11.792 31.259 26.105 0.113 -0.125 -0.023
O 12.112 29.428 24.086 -0.155 0.288 -0.469
O 11.934 35.892 31.311 -0.036 -0.207 0.058
O 10.09 36.974 26.634 0.027 0.138 -0.087
O 12.069 40.131 26.48 -0.027 -0.198 -0.229
O 14.856 45.514 24.616 0.007 0.313 -0.231
O 13.902 39.527 24.674 0.062 0.085 0.001
O 10.715 46.431 23.831 0.24 0.032 -0.25
O 9.025 44.49 24.06 0.077 -0.197 -0.238
O 14.992 46.788 29.175 0.06 -0.094 0.047
O 12.529 49.504 26.296 0.163 -0.02 -0.225
O 7.307 52.081 24.79 -0.1 0.217 -0.282
O 9.837 52.274 25.401 0.252 -0.321 0.034
O 10.327 55.801 21.918 -0.077 -0.123 -0.133
O 12.785 55.557 23.169 -0.009 -0.12 0.122
O 7.321 54.78 29.042 -0.12 0.107 0.211
O 11.654 53.377 28.667 -0.155 0.099 0.071
O 11.944 55.521 27.1 0.179 0.181 -0.181
O 12.396 58.102 27.198 -0.152 -0.073 0.029
O 10.505 59.061 24.109 0.285 0.163 -0.155
O 3.582 60.617 28.989 0.086 0.054 0.065
O 12.223 61.098 23.597 -0.023 0.206 -0.178
O 14.088 63.063 26.614 0.204 0.166 -0.193
O 1.03 16.041 27.367 0.04 -0.001 0.058
O -1.017 19.603 29.267 0.217 -0.093 0.222
O 2.361 20.582 28.506 0.044 0.168 0.123
O 2.797 22.105 30.665 -0.125 -0.107 0.106
O 3.601 25.422 26.733 0.153 0.198 0.098
O 4.521 29.606 24.517 -0.192 -0.062 -0.13
O 5.575 27.223 26.89 0.09 0.09 0.101
O 5.4 26.709 31.032 0.109 0.153 0.506
O 6.17 28.513 29.213 -0.1 0.082 0.349
O 1.672 31.849 28.086 -0.283 -0.148 0.263
O 5.25 29.809 27.086 0.075 -0.159 0.042
O 5.936 33.426 30.289 0.069 0.002 0.246
O 6.51 34.225 24.357 -0.197 -0.036 -0.144
O 4.335 35.103 28.989 0.262 0.097 0.062
O 0.862 38.149 29.51 -0.057 -0.014 0.222
O 5.598 37.36 28.901 -0.151 -0.188 0.181
O 2.971 38.858 27.959 -0.111 0.308 -0.005
O 1.641 38.752 25.64 -0.084 -0.121 -0.026
O -0.018 40.047 24.223 0.216 -0.23 -0.204
O 3.773 46.511 26.137 -0.076 -0.006 -0.177
O 3.3 45.81 23.749 -0.292 -0.334 -0.288
O 2.964 48.418 24.524 -0.226 -0.075 0.114
O 3.287 47.154 28.647 -0.108 0.334 0.324
O 4.514 49.781 28.846 -0.052 0.078 -0.132
O 0.833 49.927 25.323 -0.092 -0.008 0.005
O -0.126 50.678 27.554 -0.07 0.188 0.126
O 5.446 50.443 31.165 -0.256 0.221 0.282
O -1.711 50.727 25.416 -0.088 -0.249 -0.235
O 2.779 55.328 27.091 0.079 -0.017 -0.144
O 0.175 55.036 26.588 -0.175 0.215 0.185
O 0.893 56.409 28.786 0.062 0.093 0.124
O 1.088 58.627 30.581 -0.221 0.22 0.12
O 4.581 62.959 28.562 0.145 0.115 0.159
O 4.336 61.215 26.559 0.129 -0.154 0.021
O 2.059 62.361 27.675 -0.111 -0.179 0.115
O -0.402 63.471 28.34 0.011 0.197 0.223
O 3.01 65.458 29.05 0.257 0.022 0.303
O 5.105 67.312 26.056 -0.114 0.008 -0.138
O 8.544 1.475 27.799 -0.23 0.003 0.068
O 10.516 1.743 26.007 -0.024 -0.117 0.012
O 11.684 6.398 26.935 -0.059 0.018 -0.188
O 8.313 9.257 30.154 -0.295 0.227 0.266
O 6.576 7.293 26.218 -0.197 0.053 -0.221
O 12.023 9.651 24.782 0.054 0.156 -0.168
O 14.336 13.015 24.806 0.181 0.153 -0.322
O 5.699 14.849 28.698 0.009 -0.032 -0.069
O 7.895 15.238 26.99 -0.167 0.071 0.029
O 8.067 17.68 25.733 -0.243 0.019 -0.112
O 10.201 16.08 25.712 -0.004 -0.05 0.131
O 7.538 16.845 28.979 0.103 -0.104 0.103
O 4.863 19.59 28.838 -0.046 0.067 0.075
O 9.413 19.991 25.021 0.19 0.203 -0.165
O 8.601 19.397 27.451 0.232 -0.21 0.147
O 4.311 24.281 30.804 0.044 0.067 0.293
O 5.119 22.153 29.415 0.009 0.026 -0.054
O 10.474 24.506 27.332 0.21 0.162 -0.04
O 10.647 22.091 26.166 0.215 -0.077 0.039
O 10.509 27.043 28.19 -0.099 0.252 0.16
O 13.445 31.161 28.227 0.045 0.141 0.058
O 6.546 28.904 31.882 0.139 -0.109 0.243
O 9.884 30.901 23.624 -0.09 -0.099 -0.034
O 8.511 32.67 24.698 0.497 -0.24 -0.241
O 7.647 35.669 28.489 -0.121 0.149 0.274
O 7.208 33.605 26.809 0.051 0.18 0.174
O 9.551 37.181 23.962 -0.161 -0.294 -0.191
O 10.213 36.697 29.335 -0.077 -0.288 0.161
O 5.144 41.298 24.56 0.036 0.045 -0.403
O 6.335 39.961 26.555 -0.239 -0.115 -0.181
O 11.44 38.812 24.241 -0.203 -0.255 -0.24
O 7.804 44.778 26.423 -0.162 0.142 0.105
O 8.009 46.306 28.665 0.18 -0.05 0.098
O 5.794 47.367 27.609 0.086 -0.082 0.127
O 7.658 50.257 26.714 -0.105 0.047 -0.102
O 12.404 47.055 27.235 -0.028 0.153 -0.02
O 6.661 51.346 28.976 -0.333 0.145 0.294
O 4.008 53.136 26.092 0.079 0.187 -0.022
O 11.739 50.948 29.579 0.011 -0.035 0.22
O 13.276 51.728 27.448 0.224 0.171 0.121
O 5.51 54.972 27.125 -0.161 -0.124 0.045
O 5.808 58.882 26.268 0.12 0.046 0.128
O 8.295 56.135 31.024 -0.232 0.02 0.473
O 5.91 56.914 32.096 0.088 0.437 -0.245
O 12.461 1.284 31.4 0.043 0.308 0.152
O 9.723 7.708 28.406 -0.069 0.105 0.215
O 17.925 5.753 25.865 0.053 -0.14 0.104
O 12.835 11.132 28.747 0.086 0.237 0.052
O 12.144 9.122 27.306 -0.017 -0.214 0.142
O 11.314 11.528 26.479 0.097 0.125 -0.118
O 15.346 14.8 28.778 -0.083 -0.066 -0.082
O 19.61 15.95 28.912 -0.102 0.058 0.006
O 15.055 15.289 26.204 0.022 -0.127 -0.029
O 11.256 19.539 26.792 -0.219 -0.105 -0.028
O 12.312 18 28.803 -0.034 -0.105 0.285
O 15.887 24.203 28.563 0.127 0.063 0.157
O 14.718 21.848 28.072 -0.112 -0.183 0.093
O 13.203 25.195 29.025 0.001 -0.071 -0.016
O 13.481 26.86 31.069 -0.109 0.032 0.178
O 13.063 27.802 28.613 -0.073 0.197 -0.064
O 14.008 29.44 26.394 0.056 0.075 -0.15
O 12.008 27.797 26.155 -0.118 0.223 -0.192
O 13.838 30.135 20.81 0.057 -0.141 -0.275
O 11.227 29.572 28.056 0.037 0.076 -0.115
O 12.701 40.019 29.061 0.214 0.08 0.249
O 10.846 41.771 28.205 -0.145 -0.13 -0.069
O 14.585 43.321 26.147 0.122 -0.061 -0.207
O 13.273 47.322 23.876 -0.001 0.259 0.059
O 12.487 44.832 26.116 -0.116 -0.061 -0.09
O 13.444 48.904 28.774 0.187 -0.076 0.017
O 15.713 45.339 27.175 0.049 0.225 -0.189
O 12.406 51.912 24.984 -0.144 0.309 -0.161
O 10.919 53.973 23.877 -0.156 0.41 -0.005
O 14.304 56.424 27.964 -0.002 0.191 -0.029
O 17.708 53.762 28.624 0.104 -0.228 0.074
O 13.968 52.358 29.814 0.002 -0.172 0.142
O 9.947 55.402 28.967 -0.197 -0.107 0.236
O 11.96 60.49 28.348 0.146 -0.102 0.014
O 14.27 59.195 28.622 0.117 -0.01 0.075
O 14.483 67.656 28.421 0.004 0.134 0.143
O 10.965 64.958 27.093 0.245 0.094 -0.194
O 10.821 62.772 28.552 0.06 -0.334 0.051
O 13.825 65.08 28.49 0.062 -0.18 0.188
O 2.294 5.705 31.409 0.088 0.063 0.352
O -4.154 3.91 30.803 -0.147 -0.077 0.155
O 2.622 2.273 29.995 0.042 0.153 0.249
O 0.37 0.92 30.532 -0.095 -0.257 0.102
O 2.615 0.211 31.662 0.142 0.112 0.335
O 1.256 7.35 29.597 -0.054 0.063 0.17
O -3.285 9.002 31.697 0.141 0.324 -0.238
O 4.055 5.808 26.616 -0.045 0.131 -0.224
O 0.245 10.439 27.142 -0.028 -0.086 0.146
O 2.851 5.323 28.896 0.092 0.066 0.206
O 0.53 9.74 30.371 0.156 0.207 0.152
O 3.761 13.988 27.186 0.155 0.079 -0.205
O 2.865 10.148 27.234 0.062 0.269 -0.07
O 4.137 11.851 25.628 0.045 0.045 0
O 4.809 9.196 25.838 -0.021 -0.002 -0.365
O -0.001 18.974 32.929 0.035 -0.211 0.272
O -1.179 17.579 30.862 -0.009 -0.202 0.376
O 0.356 22.061 29.717 -0.027 -0.007 -0.007
O 5.373 25.388 28.745 0.093 -0.043 0.204
O 1.781 29.429 29.355 0.106 -0.009 0.232
O -2.304 27.828 24.363 0.028 -0.196 0.024
O 2.254 27.253 30.844 -0.086 -0.216 0.192
O 4.121 29.086 30.799 -0.083 0.061 0.294
O 0.22 40.447 28.429 0.039 -0.14 0.119
O -4.002 37.507 28.187 -0.222 -0.218 0.115
O -1.597 38.454 28.646 -0.037 0.14 0.247
O 2.398 32.514 32.845 -0.107 -0.177 0.36
O 3.39 33.514 30.784 -0.295 -0.001 0.46
O 0.041 41.225 32.699 -0.175 0.099 0.301
O 1.399 41.317 26.221 0.05 0.178 -0.394
O 2.723 39.849 30.384 -0.193 0.232 0.37
O -0.894 39.807 30.756 -0.27 -0.036 0.369
O 0.29 42.995 27.849 0.113 0.033 0.276
O 1.089 45.763 28.956 -0.032 0.124 0.222
O 2.984 49.352 31.816 -0.112 0.179 0.011
O 4.516 41.708 30.63 0.012 -0.124 0.346
O 0.18 47.927 27.494 -0.17 -0.141 -0.113
O 2.247 53.789 31.081 -0.092 0.197 0.144
O -1.996 57.282 30.611 0.179 0.025 0.176
O -0.375 60.671 29.81 -0.112 0.165 0.093
O 2.97 57.917 28.821 -0.108 -0.01 0.121
O 0.51 58.893 28.035 -0.208 0.122 -0.007
O 0.57 68.18 28.39 0.205 -0.15 0.071
O -2.895 62.573 29.114 0.136 0.056 0.272
O 1.789 61.245 31.127 0.289 0.108 0.092
O 3.55 63.21 30.969 -0.223 0.17 0.172
O 3.906 7.449 30.029 0.126 0.245 0.023
O 0.552 3.659 30.802 0.141 0.255 0.244
O 3.108 3.598 25.543 0.093 0.074 0.077
O 12.963 0.993 26.515 -0.005 -0.196 0.024
O 5.794 9.675 30.966 -0.009 0.177 0.029
O 5.706 8.489 28.32 -0.009 0.014 0.247
O 8.726 16.437 31.297 -0.154 -0.153 0.14
O 3.523 13.518 29.868 0.056 0.156 -0.001
O 3.536 11.029 30.799 0.118 -0.35 0.326
O 5.983 20.131 31.145 0.136 -0.22 0.199
O -1.174 17.269 28.115 0.12 0.127 0.11
O 10.398 14.361 31.401 0.288 -0.219 -0.051
O 10.218 16.561 29.154 0.035 0.081 -0.169
O 6.94 24.515 30.671 0.065 -0.036 -0.062
O 8.409 21.05 31.997 0.054 0.084 -0.022
O 10.055 21.01 28.886 0.11 -0.021 0.217
O 9.197 25.438 29.68 -0.131 -0.122 0.411
O 9.715 34.284 27.415 0.007 0.152 -0.212
O 5.308 36.169 31.268 0.192 -0.046 0.476
O 7.57 37.335 30.657 -0.171 -0.174 0.334
O 8.203 33.068 29.149 0.066 -0.327 0.195
O 8.129 33.147 31.872 -0.095 -0.152 0.073
O 4.217 38.863 25.594 0.13 0.178 -0.364
O 5.791 46.521 30.139 -0.04 -0.037 0.263
O 7.821 38.41 28.213 -0.028 -0.282 0.06
O 8.377 41.022 27.697 -0.179 -0.046 0.281
O 6.934 48.778 29.525 0.082 0.145 0.204
O 2.69 51.63 29.683 0.097 -0.081 0.412
O 7.228 41.984 30.977 -0.019 0.235 0.042
O 5.699 43.99 30.514 0.15 -0.124 -0.023
O 9.998 49.196 30.702 -0.011 0.065 0.319
O 9.371 46.73 31.64 -0.282 -0.064 0.022
O 9.231 50.927 28.802 0.093 0.174 0.306
O 8.098 52.802 27.242 0.153 0.144 0.005
O 5.015 58.815 30.276 -0.197 -0.015 -0.108
O 3.465 56.753 31.153 -0.121 0.101 0.075
O 3.921 53.714 28.812 0.131 0.152 0.261
O 11.106 52.619 31.895 0.039 -0.21 0.086
O 6.43 65.509 27.579 -0.14 -0.014 0
O 6.162 60.355 28.363 -0.114 0.293 -0.093
O 5.528 61.48 30.619 -0.195 0.056 0.088
O 5.972 64.11 30.543 0.184 0.004 0.196
O 11.972 1.481 28.867 -0.081 -0.044 0.091
O 10.908 5.654 29.437 0.099 0.057 0.484
O 10.903 8.936 30.522 0.316 -0.043 0.176
O 10.936 5.691 32.268 -0.311 -0.195 0.705
O 15.332 7.683 30.878 -0.039 0.067 0.44
O 12.631 15.39 28.502 0.012 0.152 0.038
O 10.161 10.367 28.532 0.023 -0.073 -0.107
O 14.986 11.406 30.522 0.1 -0.06 -0.055
O 12.792 20.537 29.386 -0.028 -0.235 0.118
O 13.744 13.294 27.376 0.113 0.08 0.054
O 14.272 23.137 30.345 -0.039 -0.024 0
O 11.799 22.935 29.315 0.127 0.209 -0.147
O 11.052 32.231 28.428 0.215 0.021 0.035
O 12.242 33.782 26.526 -0.254 0.102 -0.011
O 15.42 26.732 29.15 -0.033 0.261 0.022
O 11.878 34.702 28.941 0.165 -0.028 0.069
O 10.089 41.931 31.34 0.06 -0.185 0.233
O 8.906 43.641 28.518 0.089 -0.074 0.043
O 18.99 41.795 28.583 0.09 0.018 0.135
O 13.237 38.038 30.783 -0.079 0.133 0.515
O 10.145 45.667 27.231 0.108 0.229 0.025
O 12.06 44.856 28.776 -0.041 0.069 0.19
O 10.815 48.898 28.215 0.087 -0.061 -0.084
O 14.171 47.955 31.284 0.18 0.079 0.183
O 15.854 49.274 29.715 -0.141 0.128 -0.009
O 12.519 55.622 29.703 0.168 0.001 0.208
O 9.007 53.628 30.721 0.245 -0.007 0.421
O 13.603 53.863 31.891 -0.043 0.17 0.384
O 15.073 54.804 29.915 0.215 -0.044 0.284
O 8.755 64.517 28.466 0.015 -0.086 -0.012
O 10.998 64.974 29.874 -0.023 0.115 0.06
O 13.545 59.827 31.619 0.111 -0.061 -0.023
O 11.763 61.645 30.794 -0.082 -0.122 0.401
O 0.581 25.322 30.78 -0.043 0.128 0.434
O 14.406 43.677 28.886 -0.009 -0.136 0.318

Results
total energy: -434290.360 eV
total energy less fixed offsets of O -438.04, Si -107.15 eV per atom: -1.840 eV
